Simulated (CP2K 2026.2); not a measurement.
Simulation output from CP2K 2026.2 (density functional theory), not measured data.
Periodic cell of 1182 atoms, Si850O332, from a study of silicon, its oxide and their interface. The atomic structure is a simulated model.
Doubt: the forces sum to 1.37 eV/angstrom along one axis rather than to zero, so they err by at least 0.0012 eV/angstrom per atom on average; the grid cutoff is modest.

Settings
functional: PBE
method: Gaussian and plane waves
basis set: DZVP-MOLOPT-SR-GTH
pseudopotentials: GTH-PBE
grid cutoff: 350 Ry, relative cutoff 50 Ry
k points: Gamma only
occupations: fixed
spin: none
net charge: 0

Cell vectors (angstrom)
a, 16.4025, 0, 0
b, 0, 32.805, 0
c, 0, 0, 40.0632

Atoms: element, x, y, z (angstrom)
Si, 1.122, 32.6279, 39.8365
Si, 2.3649, 3.3195, 0.294
Si, 0.496, 4.7231, 39.786
Si, 3.3689, 7.86, 0.1179
Si, 15.8814, 11.6134, 39.9608
Si, 2.6457, 13.9942, 39.8125
Si, 0.2536, 16.1268, 39.8783
Si, 3.0633, 19.0128, 0.0342
Si, 16.2181, 21.5953, 39.9148
Si, 3.2129, 24.0697, 0.0136
Si, 15.9628, 27.8359, 39.9283
Si, 2.4737, 30.6804, 40.0476
Si, 5.4231, 0.0337, 0.0217
Si, 7.7073, 3.5447, 39.953
Si, 5.4873, 5.6493, 0.3888
Si, 8.0126, 8.6092, 0.0529
Si, 5.9424, 10.8449, 0.0172
Si, 8.7204, 13.7192, 0.0324
Si, 5.2519, 16.6822, 0.1381
Si, 7.5813, 19.7188, 39.8778
Si, 5.3536, 21.8737, 0.3304
Si, 8.2987, 24.0932, 40.0588
Si, 5.7071, 27.6476, 39.5061
Si, 7.7327, 30.693, 39.9464
Si, 10.565, 0.1559, 39.9856
Si, 13.1551, 3.1918, 0.1231
Si, 10.9397, 5.4481, 40.0277
Si, 13.4549, 8.458, 0.0977
Si, 11.1674, 10.6446, 39.8506
Si, 13.5455, 13.8469, 0.3028
Si, 11.2107, 16.0578, 0.19
Si, 12.9798, 19.866, 0.0364
Si, 11.3523, 21.6524, 40.0135
Si, 13.1927, 25.1525, 39.999
Si, 10.6957, 27.009, 39.8938
Si, 13.7179, 30.0786, 39.8008
Si, 1.4767, 1.4928, 1.4638
Si, 4.043, 4.2892, 1.6008
Si, 1.5865, 6.9757, 1.3804
Si, 4.299, 9.6912, 1.2981
Si, 1.3656, 12.4532, 1.1224
Si, 4.1358, 15.0082, 1.3393
Si, 1.2882, 17.8153, 1.1756
Si, 4.0065, 20.492, 1.5951
Si, 1.3238, 23.0816, 1.1141
Si, 4.1462, 25.7656, 1.3043
Si, 1.3383, 28.9073, 1.102
Si, 4.0552, 31.5685, 1.4556
Si, 6.7223, 1.6738, 1.184
Si, 9.4046, 4.3305, 1.3879
Si, 6.9125, 7.0642, 1.5255
Si, 9.6169, 9.6976, 1.3795
Si, 7.1818, 12.3087, 1.3548
Si, 9.7122, 15.056, 1.6413
Si, 6.8519, 17.9316, 1.3072
Si, 9.505, 20.6248, 1.1275
Si, 6.7728, 23.2326, 1.5554
Si, 9.5183, 25.7328, 1.3819
Si, 6.7678, 28.8945, 1.1323
Si, 9.353, 31.589, 1.3441
Si, 12.0494, 1.4949, 1.3009
Si, 15.0495, 4.086, 1.2016
Si, 12.2393, 6.914, 1.3595
Si, 15.0612, 9.7467, 1.2581
Si, 12.1895, 12.312, 1.3773
Si, 15.0928, 15.1618, 1.4016
Si, 12.2605, 17.9157, 1.2574
Si, 14.8632, 20.4916, 1.3732
Si, 12.286, 23.3301, 1.2965
Si, 14.8973, 26.1933, 1.2395
Si, 11.9965, 28.8127, 0.9751
Si, 14.9803, 31.5776, 1.0512
Si, 16.2821, 2.7088, 2.7075
Si, 2.7829, 0.1559, 2.8481
Si, 0.0894, 8.3509, 2.5894
Si, 2.663, 5.5812, 2.9189
Si, 0.0539, 13.736, 2.6865
Si, 2.7378, 11.0158, 2.5373
Si, 16.2974, 19.1086, 2.6433
Si, 2.6832, 16.4312, 2.6504
Si, 16.3677, 24.6563, 2.4631
Si, 2.5697, 21.8776, 2.7611
Si, 16.3686, 30.2452, 2.5477
Si, 2.7269, 27.3736, 2.4247
Si, 5.4328, 2.8412, 2.7873
Si, 8.0663, 0.2316, 2.648
Si, 5.5028, 8.3636, 2.8365
Si, 8.2142, 5.6703, 2.8542
Si, 5.596, 13.6386, 2.6313
Si, 8.3519, 11.0025, 2.8631
Si, 5.4732, 19.1442, 2.8114
Si, 8.2189, 16.5138, 2.709
Si, 5.4337, 24.614, 2.8581
Si, 8.2387, 21.8633, 2.7423
Si, 5.4233, 30.1084, 2.6693
Si, 8.1207, 27.3489, 2.5282
Si, 10.7655, 2.8553, 2.707
Si, 13.5967, 0.1083, 2.5028
Si, 10.9193, 8.273, 2.7493
Si, 13.7356, 5.5583, 2.6161
Si, 10.9739, 13.6233, 2.9054
Si, 13.6558, 10.9888, 2.7157
Si, 10.8078, 19.1783, 2.6354
Si, 13.6913, 16.5783, 2.679
Si, 10.9339, 24.574, 2.7813
Si, 13.6712, 22.0011, 2.6995
Si, 10.7756, 30.1247, 2.5325
Si, 13.4778, 27.5257, 2.5509
Si, 1.2618, 4.107, 4.1115
Si, 4.1356, 1.4691, 4.2044
Si, 1.4079, 9.6843, 4.0124
Si, 4.1105, 6.9513, 4.1735
Si, 1.3827, 15.0799, 4.1018
Si, 4.13, 12.3334, 3.979
Si, 1.2478, 20.4599, 4.0727
Si, 4.064, 17.7527, 4.1066
Si, 1.3396, 26.0312, 3.8545
Si, 4.0227, 23.2204, 4.1102
Si, 1.3329, 31.5286, 4.0428
Si, 4.0317, 28.7015, 3.9589
Si, 6.8174, 4.2239, 4.1236
Si, 9.4649, 1.4722, 4.0989
Si, 6.909, 9.6729, 4.1869
Si, 9.6134, 6.956, 4.2065
Si, 6.8357, 15.0949, 4.0439
Si, 9.6223, 12.333, 4.291
Si, 6.85, 20.5246, 4.1412
Si, 9.5546, 17.8309, 4.1155
Si, 6.8238, 26.0585, 4.0694
Si, 9.5684, 23.2274, 4.14
Si, 6.7755, 31.5401, 4.0125
Si, 9.4846, 28.716, 3.9371
Si, 12.2968, 4.1901, 4.0015
Si, 14.9144, 1.3693, 4.0441
Si, 12.3207, 9.6068, 4.1179
Si, 15.0824, 6.9538, 3.9938
Si, 12.3779, 15.1112, 4.0814
Si, 15.0529, 12.3696, 4.0654
Si, 12.246, 20.5652, 3.9969
Si, 15.038, 17.8128, 4.1305
Si, 12.2693, 26.0669, 4.0224
Si, 15.0598, 23.3579, 4.0061
Si, 12.2378, 31.483, 3.8815
Si, 14.9583, 28.8391, 3.9156
Si, 0.01, 32.7882, 16.3807
Si, 2.7468, 2.6984, 16.3969
Si, 0.0274, 5.4179, 16.4172
Si, 2.7501, 8.1344, 16.4051
Si, 0.0263, 10.876, 16.395
Si, 2.7331, 13.6187, 16.3678
Si, 16.3986, 16.3632, 16.3497
Si, 2.7119, 19.1207, 16.3377
Si, 16.3907, 21.8667, 16.3389
Si, 2.7108, 24.6036, 16.34
Si, 16.3973, 27.3389, 16.3437
Si, 2.7266, 30.061, 16.3496
Si, 5.4656, 32.7809, 16.3815
Si, 8.2033, 2.6905, 16.3929
Si, 5.4746, 5.4094, 16.4008
Si, 8.2113, 8.1331, 16.3924
Si, 5.4747, 10.8615, 16.3903
Si, 8.2106, 13.6134, 16.3739
Si, 5.4502, 16.3658, 16.3536
Si, 8.1882, 19.1249, 16.3249
Si, 5.4484, 21.8662, 16.3239
Si, 8.1885, 24.5984, 16.3118
Si, 5.4454, 27.3287, 16.3339
Si, 8.1944, 30.0612, 16.3635
Si, 10.9451, 32.7847, 16.3884
Si, 13.6895, 2.7038, 16.4052
Si, 10.9546, 5.4128, 16.4
Si, 13.7016, 8.1431, 16.4004
Si, 10.9557, 10.8695, 16.3852
Si, 13.6863, 13.6104, 16.3667
Si, 10.9432, 16.3654, 16.3542
Si, 13.6695, 19.1214, 16.3362
Si, 10.9296, 21.8599, 16.3154
Si, 13.6633, 24.5993, 16.3294
Si, 10.9373, 27.3318, 16.3335
Si, 13.6799, 30.0629, 16.3718
Si, 1.3821, 1.3306, 17.7638
Si, 4.1184, 4.0422, 17.7856
Si, 1.4136, 6.7589, 17.7982
Si, 4.1232, 9.4828, 17.7761
Si, 1.4068, 12.2307, 17.7558
Si, 4.0924, 14.9832, 17.7264
Si, 1.3544, 17.7382, 17.7034
Si, 4.081, 20.4929, 17.6848
Si, 1.3451, 23.2344, 17.711
Si, 4.0755, 25.9687, 17.7071
Si, 1.3643, 28.6957, 17.7183
Si, 4.0888, 31.409, 17.7355
Si, 6.8392, 1.322, 17.7688
Si, 9.5836, 4.0399, 17.7642
Si, 6.8534, 6.7569, 17.7692
Si, 9.593, 9.4867, 17.748
Si, 6.8577, 12.2195, 17.7383
Si, 9.5951, 14.974, 17.7227
Si, 6.8196, 17.7526, 17.6836
Si, 9.57, 20.4835, 17.6753
Si, 6.8208, 23.2332, 17.6759
Si, 9.5718, 25.9439, 17.6714
Si, 6.8177, 28.6773, 17.7059
Si, 9.5746, 31.4093, 17.7455
Si, 12.323, 1.3329, 17.7684
Si, 15.0702, 4.0476, 17.7928
Si, 12.3499, 6.7564, 17.7651
Si, 15.0915, 9.4845, 17.7711
Si, 12.3553, 12.2117, 17.7381
Si, 15.0619, 14.968, 17.7208
Si, 12.3256, 17.7305, 17.7016
Si, 15.0349, 20.4845, 17.7024
Si, 12.3061, 23.2094, 17.681
Si, 15.0369, 25.9559, 17.6971
Si, 12.3098, 28.6778, 17.7155
Si, 15.0598, 31.413, 17.7516
Si, 0.05, 2.6913, 19.1666
Si, 2.7274, 32.7521, 19.1308
Si, 0.0539, 8.1227, 19.167
Si, 2.7768, 5.3951, 19.1916
Si, 0.0245, 13.5956, 19.0967
Si, 2.7583, 10.8473, 19.1439
Si, 16.3762, 19.0885, 19.0667
Si, 2.7136, 16.3656, 19.0709
Si, 16.3805, 24.5966, 19.0897
Si, 2.7138, 21.8502, 19.0525
Si, 0.0323, 30.0501, 19.1236
Si, 2.7027, 27.3172, 19.0922
Si, 5.4673, 2.6606, 19.1599
Si, 8.2166, 32.7656, 19.1368
Si, 5.4807, 8.0988, 19.1496
Si, 8.2055, 5.3769, 19.1416
Si, 5.4491, 13.5711, 19.0644
Si, 8.2131, 10.8334, 19.1153
Si, 5.4319, 19.1092, 19.0395
Si, 8.1958, 16.3721, 19.0174
Si, 5.4498, 24.5902, 19.0468
Si, 8.1895, 21.8501, 19.0184
Si, 5.4405, 30.0188, 19.0872
Si, 8.199, 27.2912, 19.0325
Si, 10.9577, 2.6934, 19.1462
Si, 13.7008, 32.771, 19.1289
Si, 10.9627, 8.1082, 19.106
Si, 13.7176, 5.4156, 19.1749
Si, 10.9753, 13.5765, 19.0716
Si, 13.7193, 10.8408, 19.1254
Si, 10.9496, 19.1161, 19.0316
Si, 13.6862, 16.3368, 19.0634
Si, 10.9299, 24.5647, 19.0308
Si, 13.6741, 21.8567, 19.0643
Si, 10.9424, 30.0223, 19.0961
Si, 13.6823, 27.3068, 19.0733
Si, 1.4183, 4.0341, 20.5814
Si, 4.0908, 1.2823, 20.5172
Si, 1.431, 9.4699, 20.5485
Si, 4.1685, 6.7276, 20.5804
Si, 1.3615, 14.9941, 20.4515
Si, 4.146, 12.1905, 20.5021
Si, 1.3494, 20.4627, 20.4004
Si, 4.0637, 17.7534, 20.4266
Si, 1.3293, 25.9661, 20.4748
Si, 4.0705, 23.2316, 20.4076
Si, 1.3931, 31.3905, 20.5431
Si, 4.0697, 28.6648, 20.4712
Si, 6.8506, 4.0061, 20.538
Si, 9.5945, 1.3257, 20.5253
Si, 6.8465, 9.4572, 20.5129
Si, 9.5914, 6.7471, 20.4724
Si, 6.8059, 14.9991, 20.3402
Si, 9.6324, 12.1863, 20.4364
Si, 6.7997, 20.4975, 20.364
Si, 9.579, 17.7295, 20.3646
Si, 6.8424, 25.9336, 20.4003
Si, 9.5644, 23.1954, 20.3869
Si, 6.8362, 31.3497, 20.4451
Si, 9.5697, 28.6145, 20.419
Si, 12.3182, 4.0634, 20.534
Si, 15.0862, 1.3104, 20.5162
Si, 12.3727, 9.4207, 20.4725
Si, 15.1272, 6.7463, 20.5634
Si, 12.3499, 14.9385, 20.4256
Si, 15.1181, 12.19, 20.4854
Si, 12.3154, 20.4697, 20.4145
Si, 15.0337, 17.6963, 20.4473
Si, 12.3173, 25.8986, 20.3932
Si, 15.0081, 23.2332, 20.4612
Si, 12.3377, 31.3664, 20.4606
Si, 15.0677, 28.6525, 20.4481
Si, 16.3971, 32.7222, 21.9313
Si, 2.7479, 2.6162, 21.9564
Si, 0.1233, 5.4416, 21.9901
Si, 2.8483, 8.143, 21.954
Si, 0.048, 10.806, 21.9298
Si, 2.7414, 13.5994, 21.7718
Si, 0.0152, 16.3666, 21.8566
Si, 2.6624, 19.1029, 21.8136
Si, 16.3883, 21.8196, 21.76
Si, 2.7165, 24.5931, 21.796
Si, 16.3652, 27.305, 21.8933
Si, 2.759, 30.0095, 21.9323
Si, 5.463, 32.6783, 21.8255
Si, 8.219, 2.6766, 21.9345
Si, 5.5191, 5.3374, 21.9919
Si, 8.1866, 8.0317, 21.8511
Si, 5.5149, 10.82, 21.9128
Si, 8.2149, 13.6476, 21.6281
Si, 5.4267, 16.3219, 21.7242
Si, 8.2127, 19.145, 21.663
Si, 5.4223, 21.8434, 21.7461
Si, 8.171, 24.5226, 21.7521
Si, 5.4784, 27.2859, 21.769
Si, 8.1791, 29.9349, 21.7895
Si, 10.997, 32.726, 21.8346
Si, 13.7559, 2.7234, 21.8597
Si, 10.9404, 5.4434, 21.8975
Si, 13.7188, 8.0691, 21.9188
Si, 10.9729, 10.7459, 21.8094
Si, 13.7738, 13.6006, 21.8037
Si, 10.9115, 16.3023, 21.7155
Si, 13.6152, 19.0316, 21.7827
Si, 10.9838, 21.8889, 21.7577
Si, 13.6333, 24.5891, 21.8612
Si, 10.9427, 27.2241, 21.7509
Si, 13.7097, 29.9899, 21.8136
Si, 1.3653, 1.2584, 23.3443
Si, 4.1908, 3.885, 23.3871
Si, 1.604, 6.7643, 23.4103
Si, 4.2136, 9.4119, 23.4261
Si, 1.4839, 12.2112, 23.2103
Si, 4.0508, 14.9758, 23.1667
Si, 1.3433, 17.7484, 23.2752
Si, 4.0053, 20.5385, 23.1126
Si, 1.3028, 23.2274, 23.1414
Si, 4.1648, 25.9161, 23.1402
Si, 1.323, 28.6666, 23.3022
Si, 4.2342, 31.3042, 23.3199
Si, 6.8341, 1.1814, 23.1845
Si, 9.5219, 4.168, 23.3007
Si, 6.9069, 6.7115, 23.3903
Si, 9.5617, 9.3543, 23.2048
Si, 6.9804, 12.3007, 23.0464
Si, 9.5397, 14.9348, 23.0599
Si, 6.8556, 17.7313, 22.966
Si, 9.6005, 20.4984, 23.0306
Si, 6.8061, 23.1548, 23.1407
Si, 9.5955, 25.8251, 23.1109
Si, 6.8021, 28.5909, 23.224
Si, 9.5686, 31.2923, 23.1424
Si, 12.4335, 1.2924, 23.1986
Si, 15.0809, 4.1003, 23.3313
Si, 12.3342, 6.7349, 23.314
Si, 15.0958, 9.3874, 23.3561
Si, 12.4677, 12.1008, 23.0616
Si, 15.1025, 14.9664, 23.2527
Si, 12.2087, 17.6384, 23.1506
Si, 15.0567, 20.378, 23.0846
Si, 12.2981, 23.2064, 23.2478
Si, 14.9093, 26.0078, 23.2707
Si, 12.3286, 28.5689, 23.0917
Si, 15.0265, 31.3078, 23.2781
Si, 0.0746, 2.7786, 24.7102
Si, 2.7959, 32.6487, 24.6074
Si, 0.1674, 8.0832, 24.755
Si, 2.9712, 5.3186, 24.8715
Si, 0.146, 13.5605, 24.5754
Si, 2.7805, 10.8319, 24.6701
Si, 16.3923, 19.1463, 24.6345
Si, 2.7295, 16.3764, 24.6217
Si, 16.2852, 24.6046, 24.5339
Si, 2.6668, 21.896, 24.5882
Si, 16.3495, 30.0303, 24.8149
Si, 2.8429, 27.2966, 24.482
Si, 5.6446, 2.4576, 24.7237
Si, 8.0635, 32.4763, 24.48
Si, 5.4865, 7.8865, 24.8824
Si, 8.1195, 5.3484, 24.9486
Si, 5.5604, 13.6233, 24.372
Si, 8.3223, 10.9172, 24.4075
Si, 5.473, 19.1404, 24.218
Si, 8.2344, 16.4442, 24.41
Si, 5.39, 24.4664, 24.5747
Si, 8.3332, 21.8722, 24.4345
Si, 5.5947, 29.8837, 24.8531
Si, 8.1599, 27.0991, 24.4293
Si, 10.9403, 2.6831, 24.3337
Si, 13.714, 32.6732, 24.6902
Si, 11.0431, 8.168, 24.6606
Si, 13.5642, 5.3221, 24.7683
Si, 10.8791, 13.3404, 24.1667
Si, 13.7187, 10.8175, 24.7019
Si, 10.7744, 19.0492, 24.437
Si, 13.5101, 16.1922, 24.5333
Si, 10.9355, 24.6067, 24.6649
Si, 13.697, 21.6904, 24.414
Si, 10.8555, 29.7717, 24.4176
Si, 13.5647, 27.4245, 24.7533
Si, 1.2727, 4.2372, 26.0476
Si, 4.1314, 1.1375, 26.0985
Si, 1.1964, 9.7932, 26.0126
Si, 4.9078, 5.9809, 26.267
Si, 1.4562, 14.9031, 26.004
Si, 5.072, 12.114, 26.1575
Si, 1.0218, 20.85, 25.9099
Si, 4.3967, 17.7085, 25.7072
Si, 1.5459, 25.8053, 25.682
Si, 3.6846, 23.4956, 26.0175
Si, 1.8091, 31.0256, 26.0407
Si, 3.9577, 28.6368, 26.135
Si, 6.5624, 4.042, 26.2014
Si, 9.6175, 1.1207, 25.3682
Si, 6.7357, 10.4268, 26.0851
Si, 9.204, 6.599, 26.7526
Si, 6.5275, 15.3645, 25.5313
Si, 10.2639, 11.574, 25.5786
Si, 6.9793, 20.3428, 25.4966
Si, 9.0926, 18.0959, 25.9117
Si, 7.0955, 25.5306, 25.8376
Si, 9.4065, 23.3951, 26.0368
Si, 7.4404, 30.8138, 26.1741
Si, 9.5493, 28.41, 25.7331
Si, 12.4534, 3.556, 25.8806
Si, 15.0962, 1.7954, 26.3209
Si, 11.9653, 9.8434, 25.96
Si, 15.7001, 6.7122, 26.4483
Si, 12.0706, 14.6645, 25.5627
Si, 15.3932, 12.035, 25.9302
Si, 12.3897, 20.173, 25.6572
Si, 14.0747, 17.6565, 26.2816
Si, 11.8932, 26.2944, 26.112
Si, 15.1209, 22.936, 25.7797
Si, 11.9643, 31.9754, 26.0146
Si, 14.8776, 28.7947, 26.1978
Si, 13.6624, 1.6975, 30.5043
Si, 2.3966, 3.0377, 27.6171
Si, 15.0484, 7.1079, 29.3951
Si, 4.2836, 10.9114, 30.6529
Si, 14.761, 11.019, 32.6323
Si, 5.8706, 14.1864, 28.2286
Si, 2.9243, 14.9104, 28.5502
Si, 1.3919, 19.4869, 28.6346
Si, 4.1053, 23.7463, 28.2706
Si, 14.0868, 24.9328, 27.7451
Si, 5.2767, 26.6282, 28.2193
Si, 10.0979, 27.6372, 30.9494
Si, 4.3764, 7.1314, 29.3184
Si, 2.8019, 9.1127, 32.909
Si, 8.4983, 2.2119, 28.1334
Si, 3.23, 12.858, 32.5959
Si, 9.2656, 14.7533, 32.2006
Si, 1.6956, 17.5649, 32.7866
Si, 8.4776, 20.4722, 29.379
Si, 5.9589, 21.6039, 28.0306
Si, 10.8482, 21.5888, 28.0417
Si, 7.0799, 27.7792, 30.5199
Si, 7.7424, 32.0765, 29.0418
Si, 10.4038, 30.4501, 29.828
Si, 15.7241, 1.712, 29.5167
Si, 12.2222, 4.4904, 31.0827
Si, 12.2296, 8.5263, 29.0021
Si, 13.0227, 14.7924, 33.8595
Si, 13.572, 13.2556, 27.9876
Si, 10.3524, 16.0761, 27.6681
Si, 13.2326, 16.114, 28.9162
Si, 11.4675, 22.6644, 33.0918
Si, 15.9882, 27.1725, 27.3897
Si, 12.2335, 32.423, 29.127
Si, 2.5279, 0.0673, 28.2783
Si, 2.3789, 9.5239, 28.974
Si, 5.6701, 9.0299, 33.8828
Si, 4.9959, 12.0003, 34.7788
Si, 0.7701, 16.6589, 28.18
Si, 7.0331, 16.4594, 32.8305
Si, 1.9725, 23.3785, 35.0191
Si, 3.4318, 24.9811, 32.9385
Si, 3.5123, 29.031, 37.7625
Si, 2.9974, 1.1121, 33.183
Si, 7.3568, 28.6699, 33.2925
Si, 10.6416, 4.3122, 28.4518
Si, 3.168, 4.5374, 30.2714
Si, 8.8649, 11.3822, 28.1405
Si, 9.2381, 8.5738, 29.0817
Si, 5.4754, 21.156, 32.3065
Si, 0.8612, 20.3436, 31.4223
Si, 9.6362, 22.4025, 37.7475
Si, 9.6193, 20.7189, 32.024
Si, 10.7836, 25.6949, 33.4433
Si, 8.259, 30.4255, 36.9193
Si, 10.0016, 29.2746, 34.7668
Si, 12.6799, 0.8111, 33.0677
Si, 0.2521, 13.4889, 32.8897
Si, 11.2225, 12.5806, 32.5143
Si, 1.0195, 15.3452, 30.6898
Si, 8.5542, 14.1125, 29.32
Si, 4.3043, 19.0523, 28.6672
Si, 15.7163, 22.5854, 35.58
Si, 6.3281, 30.5999, 31.295
Si, 1.3724, 32.6057, 30.9357
Si, 14.4215, 5.2653, 32.8796
Si, 4.8117, 14.8164, 34.0097
Si, 15.5831, 6.9286, 35.0666
Si, 3.1591, 16.7935, 35.3334
Si, 12.2193, 21.0997, 30.7355
Si, 0.397, 15.9603, 34.8463
Si, 0.844, 27.5008, 37.0846
Si, 1.6782, 24.7546, 37.5887
Si, 3.9846, 31.002, 33.3234
Si, 1.1388, 26.8997, 32.1512
Si, 5.1584, 2.9756, 32.1246
Si, 5.745, 4.306, 34.6115
Si, 6.5531, 8.9351, 30.8189
Si, 10.6451, 2.9957, 33.1146
Si, 7.474, 6.9898, 35.349
Si, 4.189, 21.4485, 34.9213
Si, 13.6822, 16.9806, 31.9653
Si, 8.1117, 26.467, 38.1362
Si, 6.547, 18.6166, 30.627
Si, 8.839, 0.4846, 35.5414
Si, 12.6965, 2.0975, 37.5401
Si, 12.958, 27.7906, 30.9036
Si, 12.686, 11.3296, 30.2782
Si, 12.9919, 3.1701, 34.7905
Si, 13.6655, 13.6159, 36.7078
Si, 12.1592, 10.2674, 34.3447
Si, 8.8359, 19.3509, 37.0485
Si, 11.1488, 16.9148, 33.4823
Si, 3.0622, 22.5604, 30.9107
Si, 15.1584, 23.806, 38.1001
Si, 11.2674, 31.8296, 34.8143
Si, 15.3714, 26.1842, 30.1322
Si, 1.0433, 5.1325, 36.784
Si, 3.1982, 1.3551, 38.2206
Si, 14.8837, 8.1499, 37.5451
Si, 1.6994, 7.9238, 37.6049
Si, 14.8677, 16.3224, 37.2793
Si, 4.8445, 12.8575, 37.7718
Si, 13.3073, 20.9064, 34.6411
Si, 3.1988, 19.368, 36.9537
Si, 6.0134, 23.5955, 33.9775
Si, 3.1139, 2.9631, 35.6646
Si, 5.5962, 29.5618, 35.505
Si, 7.6066, 2.2778, 33.5477
Si, 9.4778, 2.1232, 38.0109
Si, 1.057, 9.5001, 35.267
Si, 9.3952, 6.9873, 37.7363
Si, 6.7774, 15.2368, 38.1873
Si, 10.535, 11.0024, 36.6488
Si, 8.8052, 18.6119, 34.1699
Si, 9.5346, 16.4474, 37.5569
Si, 8.6373, 24.6902, 35.6231
Si, 1.2627, 29.8175, 32.5412
Si, 12.4064, 31.8696, 37.6227
Si, 0.4019, 8.9879, 31.242
Si, 13.1297, 29.8842, 28.7349
Si, 10.078, 8.4417, 35.3181
Si, 0.0637, 4.5655, 30.6857
Si, 10.5724, 13.6931, 37.3715
Si, 15.528, 11.0207, 37.0509
Si, 14.4288, 19.7737, 32.028
Si, 13.8649, 19.0761, 37.0843
Si, 0.3478, 20.212, 37.2684
Si, 12.6803, 27.8926, 33.9107
Si, 15.8769, 28.1951, 34.3471
O, 1.6825, 4.8173, 30.9541
O, 1.7753, 0.5276, 38.4504
O, 0.7227, 6.3153, 0.0882
O, 3.1042, 2.8105, 38.9523
O, 13.4432, 1.7297, 34.1729
O, 0.2308, 4.6515, 38.128
O, 2.5648, 8.4371, 38.8614
O, 0.0838, 8.0168, 37.8461
O, 16.3955, 11.1949, 38.4296
O, 14.4792, 7.2528, 36.2338
O, 3.4633, 13.4907, 38.4286
O, 1.4624, 15.0869, 39.3372
O, 15.8623, 16.7073, 38.5211
O, 13.6757, 17.4493, 37.0871
O, 3.2751, 19.589, 38.552
O, 1.617, 19.4865, 36.5674
O, 15.1109, 22.442, 39.0027
O, 12.1405, 22.0545, 34.4686
O, 2.7767, 24.9708, 38.7541
O, 1.4848, 26.0659, 36.6447
O, 0.0733, 27.2201, 38.4844
O, 2.027, 28.5535, 37.3601
O, 3.2842, 30.4273, 38.5775
O, 15.8785, 32.3455, 39.8346
O, 3.4324, 1.6991, 36.6467
O, 4.5095, 0.5521, 38.7915
O, 8.7563, 1.6918, 36.6164
O, 8.55, 3.3571, 38.5361
O, 4.4937, 6.7241, 39.5986
O, 6.4799, 4.6404, 39.5183
O, 8.9108, 8.0626, 38.8507
O, 6.8861, 9.6306, 39.4078
O, 5.3622, 11.73, 38.825
O, 4.6079, 12.0585, 36.3598
O, 9.8226, 13.5338, 38.835
O, 7.4777, 14.6638, 39.5403
O, 3.9508, 17.648, 40.0236
O, 5.6772, 16.3369, 38.6407
O, 8.2794, 19.3977, 35.4991
O, 7.8446, 19.1275, 38.3261
O, 4.327, 22.9022, 39.5358
O, 6.3485, 20.8253, 39.5457
O, 9.3264, 23.4544, 36.4971
O, 8.1785, 25.9106, 36.6026
O, 4.2964, 28.0347, 38.7864
O, 5.3379, 26.2666, 0.2409
O, 8.487, 30.3093, 38.5179
O, 6.5439, 31.7633, 39.4542
O, 9.3622, 1.0466, 39.2486
O, 11.2488, 32.1162, 38.7414
O, 13.6454, 2.4217, 38.8141
O, 15.7178, 4.5925, 32.1446
O, 10.1808, 5.8257, 38.5776
O, 12.169, 4.4117, 39.6013
O, 12.3753, 9.5574, 39.5626
O, 14.0486, 7.6377, 38.8312
O, 9.5472, 9.9051, 35.9072
O, 10.6217, 10.8341, 38.2745
O, 14.6406, 12.7127, 39.6507
O, 12.181, 13.3578, 37.3457
O, 9.7695, 17.9825, 37.0238
O, 10.1337, 16.5169, 39.0726
O, 13.0568, 19.9006, 35.9087
O, 13.4006, 19.6278, 38.5184
O, 11.1273, 22.3683, 38.4541
O, 8.6752, 22.8324, 39.0254
O, 13.9683, 24.763, 38.6026
O, 9.5519, 27.1223, 38.6418
O, 13.4151, 30.7984, 38.3172
O, 11.9724, 26.0862, 39.3351
O, 14.8016, 28.8902, 39.4099
O, 14.1429, 26.6886, 31.1032
O, 0.1996, 5.3659, 26.6608
O, 14.1721, 6.2835, 26.0124
O, 4.0007, 0.1625, 27.5212
O, 3.6798, 2.6397, 26.6618
O, 0.021, 10.8568, 26.478
O, 1.9676, 9.3911, 27.4193
O, 3.0994, 8.1236, 29.3613
O, 1.0973, 9.7736, 29.9767
O, 2.4123, 14.137, 27.1811
O, 1.8053, 16.502, 31.5467
O, 5.3142, 12.7387, 27.6874
O, 3.5078, 11.6653, 25.9474
O, 1.7043, 20.4401, 27.3659
O, 4.1728, 18.4807, 27.1567
O, 14.0838, 16.9223, 27.7663
O, 1.5885, 19.0833, 32.1931
O, 1.1212, 26.7687, 26.9908
O, 2.4, 24.5577, 26.3049
O, 5.5973, 23.1039, 28.5321
O, 15.4916, 18.2675, 25.7418
O, 2.818, 29.783, 26.5446
O, 1.5183, 31.8743, 27.4448
O, 4.4448, 27.9043, 27.5639
O, 6.0571, 26.8861, 29.6408
O, 6.2659, 8.8455, 26.053
O, 4.6161, 6.6122, 27.7962
O, 7.3046, 3.1784, 27.5265
O, 10.9395, 4.1605, 32.0226
O, 8.6051, 7.767, 27.7918
O, 7.4723, 10.7678, 27.5405
O, 9.3406, 1.5327, 26.9207
O, 9.6067, 3.1297, 28.9506
O, 5.5015, 16.5475, 26.0756
O, 6.8308, 14.7117, 27.0225
O, 9.7207, 12.194, 27.0238
O, 8.6797, 12.4897, 29.3039
O, 7.4613, 21.3798, 28.5419
O, 6.0033, 21.3657, 26.419
O, 7.8914, 19.1907, 26.342
O, 9.5616, 17.4812, 27.3811
O, 8.2039, 24.46, 26.4719
O, 6.4345, 26.2891, 27.1303
O, 9.9885, 21.9627, 33.0017
O, 10.0027, 22.8974, 27.5226
O, 7.0846, 31.6083, 27.6061
O, 9.0001, 31.0213, 29.2354
O, 10.6149, 27.3403, 26.5577
O, 8.5644, 29.575, 26.5047
O, 11.6819, 3.8523, 27.2946
O, 14.9886, 0.268, 25.7289
O, 13.5506, 2.3721, 26.2393
O, 15.5361, 1.7154, 27.8908
O, 12.3117, 9.1108, 27.4688
O, 10.4824, 7.2089, 25.9256
O, 13.424, 7.4178, 29.32
O, 15.6267, 7.4729, 27.9102
O, 10.9474, 15.7007, 26.197
O, 12.5786, 13.6394, 26.7584
O, 14.9931, 12.8095, 27.341
O, 12.9791, 12.017, 28.8427
O, 13.0789, 18.9425, 26.531
O, 11.7239, 21.1705, 26.7659
O, 0.3176, 15.8026, 26.8585
O, 13.7185, 14.5595, 28.93
O, 12.5787, 25.5748, 27.4859
O, 15.1132, 25.8596, 26.8718
O, 14.199, 23.4496, 27.0739
O, 16.2766, 21.9446, 26.4198
O, 11.7177, 32.3692, 27.5892
O, 10.1439, 29.3182, 31.0135
O, 13.8726, 29.5267, 27.3459
O, 11.7345, 30.3811, 25.7138
O, 0.0885, 0.3915, 30.1264
O, 2.567, 2.2396, 34.2879
O, 1.9173, 1.6004, 28.2629
O, 2.8953, 4.083, 28.7451
O, 12.5249, 1.1694, 29.455
O, 15.7158, 7.9652, 30.6115
O, 4.0917, 12.4247, 31.2546
O, 3.4799, 10.7243, 29.239
O, 15.4723, 12.3992, 33.168
O, 0.4019, 14.4443, 34.2092
O, 4.1073, 8.4676, 33.7016
O, 0.1646, 10.7585, 35.8054
O, 0.3894, 17.1049, 33.6698
O, 2.3998, 16.4499, 28.3272
O, 0.5279, 18.2366, 28.0449
O, 3.0773, 23.9107, 31.7895
O, 3.0402, 23.0451, 29.3415
O, 2.1989, 23.5512, 36.6188
O, 15.8358, 27.2993, 29.0234
O, 0.3007, 25.9466, 31.0794
O, 7.012, 27.5395, 32.1546
O, 4.8284, 30.9375, 31.8976
O, 6.8088, 31.8736, 30.3936
O, 4.23, 3.4161, 30.8539
O, 8.6631, 27.4061, 30.1487
O, 9.7096, 5.4763, 27.8263
O, 3.5226, 9.9864, 31.7573
O, 8.0153, 0.9021, 29.0237
O, 4.0043, 5.9161, 30.3256
O, 8.1104, 8.7166, 30.3015
O, 3.6436, 11.9532, 33.8826
O, 14.0547, 15.6868, 32.9252
O, 6.9305, 14.3227, 29.4721
O, 2.1553, 14.4063, 29.927
O, 1.7835, 21.6811, 31.4147
O, 8.7038, 21.2649, 30.7996
O, 7.8485, 19.0035, 29.7095
O, 4.8792, 20.569, 28.6413
O, 9.8404, 20.3767, 28.5014
O, 14.6947, 24.9248, 29.2943
O, 11.8458, 21.8181, 29.3206
O, 6.5109, 29.3107, 30.2789
O, 4.2634, 25.3718, 28.5015
O, 6.7254, 30.0652, 36.5412
O, 11.4587, 29.7868, 28.7291
O, 11.276, 1.5597, 32.616
O, 11.8575, 31.2288, 36.2156
O, 13.2142, 3.1926, 30.9801
O, 12.4324, 32.1462, 33.7244
O, 11.5832, 4.9051, 29.6567
O, 12.4341, 9.7482, 30.0687
O, 15.9438, 9.9688, 32.2349
O, 10.7257, 7.9032, 29.3922
O, 12.4172, 13.6273, 32.8933
O, 9.3311, 14.6866, 30.6035
O, 16.3968, 14.4534, 31.5874
O, 14.2912, 14.8319, 37.6035
O, 7.7509, 15.0045, 32.6943
O, 9.3235, 14.9054, 28.1204
O, 0.0875, 16.0487, 29.5385
O, 11.6165, 16.2577, 28.6896
O, 0.3841, 23.3445, 34.6108
O, 12.2097, 26.3291, 33.9579
O, 11.2401, 24.2411, 32.909
O, 13.5433, 31.4233, 29.1656
O, 11.1894, 31.8318, 30.2747
O, 13.6552, 0.6475, 31.7785
O, 2.5821, 32.3676, 29.8363
O, 5.852, 10.4203, 30.522
O, 3.6172, 14.4021, 32.9579
O, 6.4806, 8.7672, 32.4604
O, 5.7873, 10.6196, 34.3511
O, 4.1826, 15.5145, 35.3474
O, 5.5596, 16.0643, 33.3066
O, 2.9788, 17.4571, 33.8179
O, 2.8173, 19.0975, 29.325
O, 5.282, 18.2131, 29.6789
O, 10.1083, 16.0799, 32.5708
O, 2.6361, 24.6617, 34.3095
O, 2.693, 26.3707, 32.4174
O, 5.1626, 22.7604, 35.1319
O, 6.3812, 22.458, 32.814
O, 14.2276, 28.1169, 34.3816
O, 2.7473, 29.9316, 33.2415
O, 6.2837, 28.4483, 34.5058
O, 5.1383, 4.3131, 33.0839
O, 8.8872, 28.5128, 33.8436
O, 10.7162, 32.7055, 25.2884
O, 13.2079, 5.5975, 31.8096
O, 7.2429, 30.1701, 32.6074
O, 5.6894, 7.8306, 29.9879
O, 8.8591, 7.5767, 34.591
O, 11.4146, 12.1139, 30.9606
O, 9.6764, 10.1113, 28.731
O, 10.3416, 18.0482, 34.3154
O, 7.9577, 16.0101, 37.3488
O, 4.7328, 20.5731, 33.6511
O, 6.9688, 17.2802, 31.4379
O, 7.6573, 25.2099, 39.0521
O, 9.4543, 20.851, 37.2487
O, 2.6878, 21.9912, 34.5362
O, 0.4886, 20.0605, 29.8579
O, 10.9943, 20.1491, 31.3187
O, 9.7308, 25.3999, 34.6428
O, 8.4462, 31.9188, 36.2974
O, 10.4162, 0.3937, 35.0905
O, 12.9978, 0.5263, 37.1825
O, 11.5011, 28.6189, 34.7974
O, 11.3946, 3.4291, 34.5057
O, 13.8957, 4.308, 34.0829
O, 1.6213, 12.692, 32.4855
O, 13.9546, 11.4517, 31.2915
O, 12.0094, 10.8219, 35.8882
O, 13.6628, 14.0591, 35.137
O, 4.5296, 14.9744, 28.7167
O, 13.5437, 16.6206, 30.4092
O, 11.8996, 15.8338, 34.443
O, 9.8097, 13.3423, 32.794
O, 15.8252, 20.6097, 32.1568
O, 13.5947, 20.2161, 30.674
O, 12.4349, 22.2882, 31.8322
O, 6.8611, 27.505, 38.3226
O, 10.1008, 26.6714, 32.2989
O, 11.5438, 27.2182, 30.2565
O, 16.2934, 28.0942, 35.9148
O, 12.605, 28.4286, 32.3663
O, 15.5809, 5.5807, 29.728
O, 0.034, 3.11, 29.9765
O, 1.9379, 9.9644, 33.9973
O, 5.6912, 13.4639, 34.3791
O, 2.0439, 6.3699, 37.2016
O, 0.0577, 5.6392, 35.5751
O, 1.8992, 3.8891, 36.2008
O, 14.5527, 9.719, 37.2325
O, 1.7196, 16.1656, 35.7805
O, 0.5242, 20.473, 38.88
O, 14.7216, 21.6845, 34.7116
O, 15.5404, 16.218, 35.8026
O, 3.6848, 17.9089, 36.3993
O, 0.2618, 24.3758, 38.3009
O, 0.0603, 29.5877, 33.6614
O, 0.1966, 21.6685, 36.5809
O, 13.4396, 20.0093, 33.3004
O, 0.1955, 26.9659, 33.5116
O, 1.842, 0.9397, 32.0377
O, 5.0207, 30.7341, 34.541
O, 4.4432, 3.9546, 35.5521
O, 6.7436, 2.4462, 32.1367
O, 6.7897, 3.0617, 34.7225
O, 7.8973, 0.7928, 34.2193
O, 2.0926, 8.952, 36.3992
O, 0.0944, 8.2527, 34.8324
O, 6.6282, 5.6583, 34.8657
O, 9.0518, 2.9595, 33.299
O, 10.4928, 7.5704, 36.6517
O, 6.3802, 8.1904, 35.0998
O, 6.2222, 19.8833, 31.6242
O, 4.1095, 20.523, 36.2442
O, 12.4019, 15.0018, 39.7033
O, 11.237, 11.2306, 33.4073
O, 5.0508, 24.8031, 33.3216
O, 7.3605, 24.1788, 34.6992
O, 4.4038, 21.694, 31.2151
O, 3.2966, 32.4215, 33.7308
O, 4.3428, 29.0344, 36.3651
O, 13.2232, 3.1201, 36.3846
O, 11.0905, 2.3472, 37.8046
O, 13.6106, 28.917, 29.9443
O, 0.9973, 31.1829, 31.6713
O, 8.0197, 6.6295, 36.8651
O, 11.3962, 8.7793, 34.3601
O, 1.6218, 8.2528, 32.11
O, 14.8818, 6.639, 33.6263
O, 9.9452, 12.5206, 36.3891
O, 10.3409, 15.2172, 36.7995
O, 14.6082, 12.3065, 36.7398
O, 13.7097, 10.3581, 33.7544
O, 8.8109, 19.5908, 32.8635
O, 7.7681, 17.3866, 33.9401
O, 12.251, 17.5775, 32.4904
O, 14.7888, 18.1793, 32.0106
O, 15.4608, 19.3164, 36.8796
O, 14.8527, 23.6039, 36.5026
O, 10.2277, 30.7669, 34.1438
O, 9.3532, 29.4044, 36.2542
O, 1.2719, 28.4561, 31.6111
O, 4.4359, 1.6204, 32.6441
O, 5.9945, 13.9953, 37.4641
Si, 16.3337, 0.0437, 5.4054
Si, 2.6861, 2.8055, 5.4828
Si, 16.3568, 5.5451, 5.4314
Si, 2.7127, 8.3161, 5.4687
Si, 0.0223, 10.994, 5.4219
Si, 2.7769, 13.6873, 5.4138
Si, 16.3999, 16.4238, 5.47
Si, 2.6859, 19.1465, 5.4356
Si, 16.348, 21.9174, 5.4064
Si, 2.6586, 24.6753, 5.3632
Si, 16.3542, 27.4019, 5.267
Si, 2.6968, 30.0983, 5.3538
Si, 5.4678, 0.0351, 5.4855
Si, 8.1561, 2.8314, 5.4925
Si, 5.4571, 5.5517, 5.5103
Si, 8.2208, 8.2754, 5.5546
Si, 5.4623, 11.0161, 5.4634
Si, 8.1854, 13.75, 5.4891
Si, 5.4523, 16.3971, 5.4553
Si, 8.1983, 19.1592, 5.506
Si, 5.4326, 21.8834, 5.4546
Si, 8.1757, 24.6516, 5.4254
Si, 5.4069, 27.3952, 5.3923
Si, 8.1622, 30.1261, 5.3401
Si, 10.8939, 0.0343, 5.3454
Si, 13.6058, 2.7846, 5.4056
Si, 10.9818, 5.5199, 5.4676
Si, 13.7065, 8.2365, 5.4414
Si, 10.9958, 10.9402, 5.5557
Si, 13.7088, 13.7289, 5.4616
Si, 10.9546, 16.4404, 5.4426
Si, 13.6238, 19.2036, 5.4115
Si, 10.9402, 21.8762, 5.4722
Si, 13.6638, 24.6955, 5.373
Si, 10.8671, 27.3985, 5.3707
Si, 13.5976, 30.1569, 5.3344
Si, 1.3172, 1.3911, 6.7909
Si, 4.0747, 4.1586, 6.8363
Si, 1.3515, 6.893, 6.8005
Si, 4.1078, 9.6367, 6.8388
Si, 1.396, 12.3384, 6.798
Si, 4.1039, 15.0353, 6.831
Si, 1.3534, 17.7867, 6.8273
Si, 4.0643, 20.5092, 6.8031
Si, 1.3275, 23.287, 6.7553
Si, 4.0492, 26.0106, 6.7488
Si, 1.3146, 28.7296, 6.703
Si, 4.0599, 31.448, 6.7727
Si, 6.8246, 1.4132, 6.8341
Si, 9.5844, 4.1581, 6.8252
Si, 6.8448, 6.8854, 6.8747
Si, 9.6046, 9.6049, 6.906
Si, 6.8321, 12.36, 6.8473
Si, 9.5878, 15.0837, 6.8368
Si, 6.8178, 17.7713, 6.8265
Si, 9.5711, 20.5254, 6.8476
Si, 6.8053, 23.2782, 6.7904
Si, 9.5485, 26.0184, 6.7759
Si, 6.7982, 28.7637, 6.7384
Si, 9.5462, 31.4662, 6.7339
Si, 12.2531, 1.3888, 6.7571
Si, 14.9981, 4.1395, 6.7809
Si, 12.3454, 6.8738, 6.8325
Si, 15.07, 9.6105, 6.8028
Si, 12.358, 12.3495, 6.8484
Si, 15.0594, 15.0643, 6.8474
Si, 12.3042, 17.8133, 6.8114
Si, 14.9945, 20.5551, 6.7908
Si, 12.3155, 23.2981, 6.7658
Si, 15.0324, 26.0518, 6.7241
Si, 12.2592, 28.7637, 6.7168
Si, 14.9764, 31.4686, 6.7501
Si, 16.3653, 2.7658, 8.1522
Si, 2.6972, 0.0156, 8.139
Si, 16.401, 8.2321, 8.1898
Si, 2.7062, 5.5199, 8.1854
Si, 0.0248, 13.6809, 8.1889
Si, 2.7307, 10.9735, 8.202
Si, 16.3712, 19.1713, 8.155
Si, 2.7272, 16.41, 8.1829
Si, 16.3701, 24.6617, 8.1161
Si, 2.6965, 21.9088, 8.1333
Si, 16.3618, 30.0929, 8.1
Si, 2.6845, 27.3811, 8.1061
Si, 5.4413, 2.7669, 8.1845
Si, 8.203, 0.0183, 8.1482
Si, 5.4594, 8.2473, 8.2095
Si, 8.2147, 5.4977, 8.2094
Si, 5.4609, 13.6913, 8.2217
Si, 8.2019, 10.9778, 8.2135
Si, 5.4412, 19.1457, 8.1726
Si, 8.1994, 16.424, 8.1988
Si, 5.4219, 24.6473, 8.1317
Si, 8.1784, 21.9085, 8.163
Si, 5.4401, 30.101, 8.1378
Si, 8.1643, 27.3883, 8.1183
Si, 10.9239, 2.7476, 8.1669
Si, 13.6306, 0.0312, 8.1308
Si, 10.9703, 8.2093, 8.2228
Si, 13.6715, 5.4826, 8.1953
Si, 10.95, 13.6938, 8.1933
Si, 13.7066, 10.9553, 8.1968
Si, 10.9344, 19.1528, 8.1974
Si, 13.669, 16.433, 8.1809
Si, 10.9262, 24.6471, 8.1312
Si, 13.6486, 21.9238, 8.1601
Si, 10.9076, 30.1069, 8.1172
Si, 13.6415, 27.3973, 8.0928
Si, 1.3482, 4.1163, 9.5272
Si, 4.0738, 1.372, 9.5185
Si, 1.376, 9.5807, 9.5588
Si, 4.0964, 6.8562, 9.5566
Si, 1.3784, 15.0412, 9.5616
Si, 4.1048, 12.3116, 9.5799
Si, 1.3475, 20.5327, 9.513
Si, 4.0928, 17.7732, 9.5484
Si, 1.3422, 26.0073, 9.4904
Si, 4.0737, 23.264, 9.5016
Si, 1.3314, 31.4436, 9.4918
Si, 4.0684, 28.7254, 9.4894
Si, 6.8332, 4.1127, 9.5478
Si, 9.5632, 1.3744, 9.5301
Si, 6.8449, 9.5893, 9.5731
Si, 9.5923, 6.8416, 9.5763
Si, 6.8436, 15.048, 9.5705
Si, 9.5884, 12.3227, 9.5688
Si, 6.8186, 20.5209, 9.5233
Si, 9.5691, 17.7826, 9.5595
Si, 6.8064, 26.0088, 9.4892
Si, 9.562, 23.2748, 9.509
Si, 6.8217, 31.4573, 9.5056
Si, 9.5467, 28.7364, 9.4914
Si, 12.3009, 4.0997, 9.5431
Si, 15.0095, 1.3807, 9.5118
Si, 12.3398, 9.5805, 9.5679
Si, 15.0467, 6.8435, 9.5542
Si, 12.3156, 15.054, 9.5557
Si, 15.0698, 12.3097, 9.5642
Si, 12.3016, 20.5366, 9.5346
Si, 15.0344, 17.7932, 9.5423
Si, 12.2969, 26.0179, 9.4851
Si, 15.0274, 23.2856, 9.5061
Si, 12.2778, 31.4596, 9.5008
Si, 15.0085, 28.7349, 9.4868
Si, 16.382, 0.0078, 10.8733
Si, 2.7156, 2.7386, 10.8905
Si, 16.4017, 5.4658, 10.9186
Si, 2.7319, 8.2041, 10.9293
Si, 0.0121, 10.9276, 10.9356
Si, 2.7341, 13.6688, 10.9366
Si, 16.3972, 16.4087, 10.9054
Si, 2.7123, 19.1525, 10.8855
Si, 16.3844, 21.9012, 10.8746
Si, 2.7068, 24.6332, 10.8618
Si, 16.3772, 27.3672, 10.8597
Si, 2.7087, 30.0882, 10.8656
Si, 5.4538, 0.0092, 10.8807
Si, 8.1973, 2.7314, 10.9054
Si, 5.4629, 5.471, 10.9136
Si, 8.2101, 8.2013, 10.9289
Si, 5.4688, 10.9337, 10.9406
Si, 8.2072, 13.6697, 10.9331
Si, 5.4613, 16.4062, 10.9215
Si, 8.1851, 19.1508, 10.8996
Si, 5.4415, 21.8912, 10.8733
Si, 8.179, 24.6392, 10.8609
Si, 5.4393, 27.3637, 10.8633
Si, 8.1868, 30.0907, 10.8758
Si, 10.9272, 0.0064, 10.8947
Si, 13.6627, 2.731, 10.9086
Si, 10.9454, 5.4532, 10.9295
Si, 13.6846, 8.1931, 10.9335
Si, 10.9506, 10.932, 10.9249
Si, 13.6798, 13.6674, 10.915
Si, 10.9338, 16.4038, 10.9196
Si, 13.6605, 19.1551, 10.8995
Si, 10.9193, 21.897, 10.8834
Si, 13.6529, 24.6441, 10.8661
Si, 10.9191, 27.3684, 10.8593
Si, 13.6493, 30.0941, 10.8681
Si, 1.3555, 1.3609, 12.2545
Si, 4.0978, 4.0857, 12.2685
Si, 1.3777, 6.8153, 12.2883
Si, 4.1121, 9.5473, 12.2988
Si, 1.3839, 12.2817, 12.2989
Si, 4.1107, 15.0249, 12.2925
Si, 1.3655, 17.7721, 12.2632
Si, 4.0871, 20.5135, 12.2474
Si, 1.3548, 23.2589, 12.2374
Si, 4.0809, 25.9884, 12.2303
Si, 1.3478, 28.7193, 12.235
Si, 4.0863, 31.4419, 12.2421
Si, 6.828, 1.3579, 12.2625
Si, 9.5736, 4.0787, 12.2843
Si, 6.8457, 6.8156, 12.2862
Si, 9.5909, 9.5503, 12.294
Si, 6.8506, 12.2857, 12.2988
Si, 9.5806, 15.0256, 12.2925
Si, 6.8344, 17.7706, 12.275
Si, 9.5636, 20.5141, 12.2509
Si, 6.8195, 23.2573, 12.2293
Si, 9.5561, 25.9951, 12.2299
Si, 6.8172, 28.7188, 12.2356
Si, 9.56, 31.4412, 12.2565
Si, 12.3, 1.3576, 12.272
Si, 15.0408, 4.0853, 12.2792
Si, 12.3224, 6.8102, 12.2937
Si, 15.0589, 9.5443, 12.2991
Si, 12.3258, 12.2857, 12.2889
Si, 15.0476, 15.0263, 12.2788
Si, 12.3081, 17.7702, 12.2687
Si, 15.0352, 20.5198, 12.2496
Si, 12.2972, 23.2615, 12.2354
Si, 15.0251, 25.9957, 12.2363
Si, 12.2893, 28.7225, 12.239
Si, 15.0219, 31.4459, 12.2474
Si, 0.003, 2.7155, 13.6462
Si, 2.7279, 32.8022, 13.6233
Si, 0.0154, 8.166, 13.6656
Si, 2.7386, 5.4379, 13.6531
Si, 0.0028, 13.6416, 13.6457
Si, 2.7429, 10.9009, 13.6651
Si, 16.3928, 19.1377, 13.6169
Si, 2.7246, 16.3902, 13.6326
Si, 16.388, 24.62, 13.6023
Si, 2.715, 21.8813, 13.6051
Si, 16.3916, 30.08, 13.6133
Si, 2.7151, 27.3491, 13.6001
Si, 5.4644, 2.7153, 13.6381
Si, 8.1956, 32.7972, 13.6337
Si, 5.4731, 8.1636, 13.6583
Si, 8.2067, 5.4368, 13.6547
Si, 5.4716, 13.641, 13.6573
Si, 8.2123, 10.9005, 13.6606
Si, 5.4487, 19.1356, 13.6188
Si, 8.1968, 16.3872, 13.642
Si, 5.4457, 24.6158, 13.5961
Si, 8.1844, 21.8815, 13.5969
Si, 5.4549, 30.0773, 13.6127
Si, 8.1869, 27.3527, 13.6036
Si, 10.9392, 2.7107, 13.6533
Si, 13.6684, 32.7992, 13.639
Si, 10.9496, 8.1652, 13.66
Si, 13.684, 5.4379, 13.6636
Si, 10.9455, 13.6401, 13.65
Si, 13.6834, 10.9005, 13.6577
Si, 10.9261, 19.1321, 13.6174
Si, 13.6692, 16.3875, 13.6333
Si, 10.9232, 24.6209, 13.5959
Si, 13.6589, 21.8822, 13.603
Si, 10.9304, 30.078, 13.6248
Si, 13.6595, 27.355, 13.6056
Si, 1.3804, 4.0644, 15.0253
Si, 4.1026, 1.3447, 15.008
Si, 1.3933, 9.515, 15.0332
Si, 4.1164, 6.784, 15.0276
Si, 1.3756, 15.0022, 15.0001
Si, 4.1195, 12.2545, 15.0256
Si, 1.358, 20.5044, 14.9748
Si, 4.0934, 17.7538, 14.9896
Si, 1.3557, 25.9786, 14.9701
Si, 4.0832, 23.2454, 14.9683
Si, 1.3621, 31.4337, 14.989
Si, 4.0868, 28.7046, 14.971
Si, 6.8405, 4.0607, 15.0189
Si, 9.5717, 1.3386, 15.0157
Si, 6.8521, 9.5129, 15.0232
Si, 9.5893, 6.7838, 15.026
Si, 6.8445, 15.0024, 15.0141
Si, 9.5933, 12.2548, 15.0204
Si, 6.8251, 20.5058, 14.9651
Si, 9.5751, 17.7503, 14.9918
Si, 6.8184, 25.9755, 14.9607
Si, 9.563, 23.2383, 14.955
Si, 6.8265, 31.4277, 14.996
Si, 9.5601, 28.7055, 14.9828
Si, 12.3203, 4.0606, 15.0259
Si, 15.0422, 1.3474, 15.0163
Si, 12.3318, 9.5138, 15.0262
Si, 15.0674, 6.7844, 15.0353
Si, 12.3228, 14.9991, 15.0054
Si, 15.0651, 12.2513, 15.0183
Si, 12.3055, 20.4955, 14.9664
Si, 15.043, 17.7519, 14.9864
Si, 12.3003, 25.9739, 14.9638
Si, 15.0318, 23.2396, 14.9671
Si, 12.3062, 31.4282, 15.0067
Si, 15.0311, 28.7088, 14.981

Results
total energy: -236499.388 eV
total energy less fixed offsets of O -438.35, Si -107.03 eV per atom: 8.312 eV

Forces (eV/angstrom), in the order of the atoms: element, x, y, z
Si, -0.1373, 0.5666, -0.0032
Si, 0.3459, -0.0978, -0.0315
Si, -0.7198, -0.2498, -0.3687
Si, 0.3559, 0.0995, -0.2036
Si, -0.0624, -0.1691, -0.058
Si, 0.1012, -0.0173, 0.149
Si, -0.1061, 0.021, 0.0949
Si, -0.2282, -0.0057, 0.0736
Si, 0.1259, 0.1173, 0.2054
Si, -0.1299, -0.4311, -0.2783
Si, 0.241, -0.1993, -0.11
Si, 0.2106, -0.0731, -0.0742
Si, 0.0362, -0.0415, -0.1046
Si, -0.269, 0.0989, 0.362
Si, -0.0332, 0.0642, -0.5289
Si, -0.0149, -0.0594, 0.0033
Si, 0.0068, -0.1096, -0.1284
Si, -0.2664, 0.3182, 0.1641
Si, -0.0309, -0.0677, 0.2294
Si, 0.0253, -0.0696, -0.1697
Si, -0.0582, -0.0112, 0.1904
Si, -0.4652, 0.3923, 0.4961
Si, 0.1575, -0.0838, 0.2151
Si, 0.1316, 0.0207, 0.0371
Si, 0.0233, 0.1049, 0.2317
Si, 0.2003, -0.0423, -0.1102
Si, 0.0288, 0.056, -0.0476
Si, 0.167, -0.1515, -0.1357
Si, 0.0759, 0.0984, 0.0389
Si, -0.0602, 0.0958, 0.0429
Si, 0.3644, 0.1975, -0.0097
Si, 0.3452, -0.5014, 0.0659
Si, -0.1676, 0.3443, -0.1975
Si, 0.1236, -0.1945, 0.0585
Si, -0.0972, -0.1959, -0.0443
Si, -0.2171, -0.2433, -0.1252
Si, -0.1611, -0.2422, -0.1252
Si, -0.0574, -0.0442, -0.0324
Si, 0.0328, 0.1743, -0.0266
Si, -0.0634, -0.1031, -0.0945
Si, -0.0688, 0.1162, -0.0897
Si, 0.0068, 0.0016, -0.168
Si, 0.1915, 0.0259, -0.2478
Si, 0.1048, -0.0244, -0.4416
Si, -0.0792, -0.0127, -0.1052
Si, 0.2458, -0.0542, 0.2135
Si, -0.1886, -0.1934, -0.045
Si, 0.0601, 0.1045, 0.0158
Si, -0.0151, -0.0657, -0.2822
Si, 0.0466, -0.0577, -0.307
Si, 0.0747, 0.0293, -0.3303
Si, -0.0403, -0.0724, -0.3641
Si, 0.0643, 0.0175, -0.3192
Si, 0.133, -0.0739, -0.1493
Si, -0.0592, 0.1133, -0.1871
Si, -0.2207, -0.1825, -0.1417
Si, 0.1997, -0.1322, -0.3673
Si, -0.1456, -0.0566, -0.2423
Si, 0.0094, 0.0806, -0.1241
Si, 0.022, 0.0786, -0.2132
Si, -0.0844, -0.0311, -0.226
Si, -0.0049, 0.1213, -0.026
Si, -0.1047, 0.0514, -0.2307
Si, -0.1289, 0.143, -0.2243
Si, -0.0946, -0.3354, -0.4749
Si, 0.2164, 0.1841, -0.262
Si, -0.1195, -0.1315, -0.225
Si, -0.1327, 0.0363, -0.1341
Si, 0.2032, 0.3429, -0.1455
Si, -0.036, -0.0545, -0.1741
Si, 0.2101, -0.0499, -0.1313
Si, 0.3066, 0.2835, -0.3149
Si, 0.0174, 0.1204, -0.0717
Si, 0.1122, -0.0248, 0.0927
Si, -0.2003, 0.0641, 0.1177
Si, -0.1029, -0.1049, 0.0827
Si, 0.0513, -0.0663, 0.1695
Si, -0.0246, 0.0255, -0.1036
Si, 0.135, -0.1162, -0.0739
Si, 0.1483, 0.0628, 0.0171
Si, -0.0672, -0.0764, -0.1675
Si, -0.0832, 0.0444, 0.1177
Si, 0.0442, 0.0273, 0.0211
Si, -0.1041, 0.1398, 0.0176
Si, -0.0095, -0.0843, -0.0109
Si, -0.1046, 0.1783, -0.014
Si, -0.0313, 0.1076, 0.1756
Si, 0.0962, 0.0211, 0.2313
Si, -0.0651, 0.1706, -0.1668
Si, 0.0216, 0.0015, 0.0112
Si, 0.0452, -0.1423, 0.2688
Si, -0.1954, 0.088, -0.0509
Si, 0.0581, 0.1521, 0.2096
Si, -0.0263, 0.0068, 0.0906
Si, 0.0443, 0.0297, 0.032
Si, -0.1706, -0.0507, -0.2199
Si, -0.1255, -0.0179, 0.1396
Si, -0.0632, 0.0657, 0.0383
Si, 0.0883, -0.0643, 0.0884
Si, 0.0259, -0.0911, 0.0046
Si, 0.0444, -0.0331, 0.1921
Si, -0.0313, -0.0786, 0.12
Si, -0.0475, 0.1541, -0.202
Si, -0.011, -0.0221, 0.0028
Si, 0.0881, -0.0383, 0.1265
Si, -0.0801, 0.0819, 0.1132
Si, 0.0707, 0.0196, 0.0715
Si, -0.0423, 0.141, 0.0744
Si, 0.0372, 0.0035, -0.0672
Si, 0.0194, -0.0152, -0.036
Si, 0.0575, -0.0345, 0.0326
Si, -0.0851, 0.2109, -0.0029
Si, -0.0404, 0.0294, -0.1851
Si, 0.0888, -0.0707, 0.0359
Si, 0.0385, 0.1909, -0.0384
Si, -0.0242, -0.0042, -0.2399
Si, 0.0564, -0.0641, 0.051
Si, -0.1462, 0.0056, -0.0658
Si, -0.113, -0.005, -0.1308
Si, 0.0586, 0.0144, -0.0752
Si, 0.0318, -0.0224, -0.0642
Si, 0.0167, 0.0375, -0.0336
Si, -0.1061, -0.1422, -0.0229
Si, -0.0944, -0.0303, -0.0824
Si, 0.032, -0.047, -0.0616
Si, -0.0281, 0.044, -0.0866
Si, 0.0765, -0.0893, -0.1703
Si, 0.0418, 0.0107, 0.0152
Si, -0.124, -0.0106, -0.0513
Si, -0.0851, 0.0501, -0.0667
Si, 0.0245, -0.0166, -0.1018
Si, 0.0461, 0.0326, 0.0197
Si, 0.0392, -0.049, -0.1304
Si, 0.0037, 0.0397, -0.0215
Si, -0.0021, 0.1426, -0.1717
Si, 0.0065, -0.0223, -0.1256
Si, 0.023, -0.0344, -0.101
Si, 0.0255, -0.013, -0.1685
Si, 0.0001, 0.0195, -0.0688
Si, -0.1432, -0.0159, -0.02
Si, 0.0777, 0.0024, -0.0766
Si, 0.012, -0.0755, -0.0062
Si, -0.0495, -0.0087, -0.0004
Si, -0.0894, 0.013, -0.0704
Si, -0.0134, -0.0027, -0.007
Si, -0.0021, -0.0176, -0.0036
Si, 0.0014, 0.0024, 0.0074
Si, 0.0161, 0.0184, 0.0021
Si, 0.003, -0.005, 0.0071
Si, 0.0267, 0.0037, -0.0098
Si, 0.0376, 0.0049, 0.0029
Si, 0.0145, 0.0104, 0.0012
Si, 0.0126, -0.0186, 0.0016
Si, 0.0122, 0.0009, 0.005
Si, -0.0033, -0.0123, -0.002
Si, -0.0012, -0.0049, -0.005
Si, -0.0015, 0.001, -0.0032
Si, 0.0225, -0.0032, -0.0046
Si, 0.0183, -0.0004, 0.0029
Si, 0.0197, -0.0112, -0.0005
Si, 0.0442, 0.0088, 0.0073
Si, 0.0349, -0.006, -0.0031
Si, 0.0525, -0.0039, 0.0021
Si, 0.0118, 0.0034, -0.0076
Si, 0.0194, -0.018, -0.001
Si, 0.0105, -0.0078, -0.0096
Si, -0.0023, 0.0118, -0.0089
Si, -0.0147, 0.0143, 0.0014
Si, -0.0057, -0.0134, -0.0045
Si, 0.0025, -0.0146, -0.0052
Si, 0.0277, -0.0233, -0.0083
Si, -0.014, -0.0076, 0.0015
Si, -0.0042, 0.0073, 0.0012
Si, 0.0268, -0.0001, -0.0093
Si, 0.0097, -0.0011, 0.0029
Si, -0.0011, -0.0079, 0
Si, 0.0232, 0.0012, -0.0057
Si, 0.0146, -0.0027, 0.0006
Si, 0.0054, -0.0162, -0.0122
Si, -0.0063, -0.0178, -0.0025
Si, 0.0074, 0.0084, -0.0056
Si, 0.0067, -0.0044, 0.0048
Si, -0.0227, -0.0058, -0.0001
Si, -0.0175, -0.0105, 0.0022
Si, 0.0042, 0.0527, -0.0003
Si, -0.0486, -0.012, -0.0073
Si, -0.0097, -0.0281, -0.0026
Si, -0.008, 0.0035, -0.0255
Si, -0.0093, -0.0099, 0.0024
Si, 0.023, -0.0229, 0.001
Si, 0.0261, 0.0127, 0.0017
Si, 0.0052, -0.0258, -0.002
Si, 0.0117, -0.0093, -0.0003
Si, -0.0111, 0.0057, -0.0074
Si, -0.015, 0.0187, 0.0037
Si, 0.0276, 0.0331, 0.0048
Si, -0.0414, 0.0051, -0.0088
Si, -0.023, 0.0041, -0.0265
Si, -0.0052, -0.0207, -0.0309
Si, -0.0499, -0.0299, -0.0053
Si, 0.0223, 0.0169, -0.0051
Si, -0.0173, -0.0003, -0.007
Si, -0.0002, -0.015, 0.0052
Si, 0.0278, 0.0256, 0.0185
Si, -0.0041, 0.0039, 0.0075
Si, -0.0335, -0.0194, 0.014
Si, -0.0337, 0.0268, -0.0123
Si, 0.0042, 0.033, 0.0011
Si, -0.0431, 0.037, -0.0281
Si, -0.0628, -0.0182, -0.0038
Si, 0.0041, 0.0305, 0.0019
Si, 0.0008, 0.0119, 0.0046
Si, -0.0486, -0.0259, 0.0129
Si, -0.0154, 0.0089, -0.0009
Si, -0.0302, -0.0062, 0.0083
Si, 0.0187, 0.0455, 0.0115
Si, 0.0036, -0.0464, 0.0055
Si, -0.0355, 0.0406, 0.0086
Si, -0.0124, -0.0003, 0.0158
Si, -0.0135, 0.0003, 0.0258
Si, 0.0173, -0.0107, 0.006
Si, 0.0114, 0.0234, -0.0064
Si, 0.0164, 0.0302, 0.0025
Si, -0.003, 0.0245, 0.0238
Si, 0.0168, -0.0137, 0.0375
Si, 0.0471, -0.0444, 0.0082
Si, -0.017, -0.0508, 0.0012
Si, -0.0218, 0.0328, 0.0081
Si, 0.0278, 0.039, 0.0275
Si, 0.0011, -0.0173, 0.0063
Si, 0.0515, 0.0123, 0.0164
Si, 0.0774, -0.0492, -0.0005
Si, 0.1022, -0.0041, 0.0109
Si, 0.009, -0.0138, 0.0602
Si, 0.0343, 0.0117, 0.0402
Si, -0.0211, 0.0445, 0.0106
Si, -0.0303, -0.0287, 0.0004
Si, 0.0076, 0.0192, 0.0142
Si, 0.0005, 0.0558, -0.0073
Si, 0.0676, -0.0228, -0.0049
Si, -0.0142, -0.0305, 0.0228
Si, -0.0393, -0.0151, 0.0022
Si, 0.0414, -0.0112, -0.0121
Si, -0.0233, -0.014, 0.0119
Si, 0.0573, -0.0585, 0.0159
Si, -0.0214, 0.011, 0.0675
Si, -0.0034, -0.0352, 0.0323
Si, 0.0379, -0.0094, 0.0152
Si, -0.0085, 0.045, -0.019
Si, 0.0013, -0.0398, 0.0117
Si, 0.0282, -0.0011, -0.0115
Si, 0.0201, -0.0118, -0.0019
Si, -0.03, -0.0239, 0.0381
Si, -0.0853, -0.0667, 0.0283
Si, 0.0046, -0.0078, 0.1056
Si, 0.0152, 0.0357, 0.0815
Si, 0.0294, -0.0213, 0.0309
Si, -0.0326, 0.0691, 0.0008
Si, -0.0685, 0.0235, 0.026
Si, -0.0457, -0.0511, 0.0548
Si, 0.0139, -0.0201, 0.0269
Si, 0.0339, 0.0749, 0.0014
Si, 0.0654, 0.0354, 0.0531
Si, -0.0052, -0.0532, 0.0494
Si, -0.0795, 0.0458, 0.0525
Si, 0.1434, 0.0636, 0.0715
Si, -0.002, 0.006, -0.0411
Si, 0.0066, 0.026, -0.0326
Si, -0.0643, -0.0312, -0.0276
Si, 0.022, 0.0277, -0.0014
Si, -0.0482, -0.0492, -0.0082
Si, -0.0109, -0.0135, -0.0061
Si, 0.0319, 0.0434, 0.0323
Si, -0.0254, -0.0404, 0.0354
Si, 0.0638, -0.0028, 0.0588
Si, -0.0678, -0.017, 0.0206
Si, 0.0281, -0.0591, 0.0243
Si, 0.0331, 0.0538, 0.0007
Si, -0.1116, -0.0351, 0.0177
Si, -0.0124, 0.0348, 0.0047
Si, -0.0286, 0.0304, 0.0669
Si, 0.0603, 0.0513, 0.0478
Si, 0.0243, 0.0599, 0.0288
Si, -0.0546, -0.0465, 0.0117
Si, -0.0749, -0.025, 0.0704
Si, 0.0117, -0.0238, 0.0432
Si, -0.0328, 0.0644, -0.0109
Si, -0.0035, 0.0135, 0.0205
Si, -0.0661, 0.0971, 0.0844
Si, 0.1272, 0.0577, 0.0884
Si, 0.0532, -0.0601, 0.1895
Si, -0.0777, -0.0484, -0.0406
Si, -0.0592, -0.0211, 0.1091
Si, -0.0614, 0.0895, 0.1284
Si, -0.0278, 0.0008, 0.0727
Si, 0.0431, 0.0188, 0.0184
Si, 0.1228, -0.0533, 0.0478
Si, -0.0086, -0.1486, 0.1116
Si, -0.0131, 0.0633, 0.0433
Si, -0.081, 0.0321, 0.1171
Si, -0.1019, 0.0111, -0.0129
Si, 0.1017, -0.0646, 0.0084
Si, 0.0001, -0.0729, 0.1159
Si, 0.1335, -0.0637, 0.1056
Si, 0.1045, -0.0844, 0.215
Si, 0.0163, 0.0082, 0.0629
Si, 0.0409, 0.0009, 0.187
Si, -0.0302, -0.0497, 0.1235
Si, 0.0492, 0.0046, 0.0381
Si, 0.0273, 0.0149, 0.1248
Si, 0.0326, 0.007, 0.0452
Si, 0.1091, 0.0756, 0.2103
Si, 0.014, -0.0902, 0.2138
Si, -0.0873, -0.0521, 0.2363
Si, -0.1227, 0.0199, 0.0081
Si, 0.0803, 0.1326, 0.0684
Si, 0.1511, -0.0382, 0.0906
Si, 0.0235, -0.0711, 0.0102
Si, 0.1769, 0.0522, 0.0785
Si, 0.0581, -0.0392, 0.1347
Si, -0.0502, -0.0607, 0.0057
Si, -0.0124, 0.0553, -0.0409
Si, -0.0355, -0.0857, 0.029
Si, -0.0549, -0.0515, 0.0436
Si, -0.134, 0.0286, 0.0489
Si, -0.158, -0.024, 0.0291
Si, 0.0065, -0.1701, 0.0675
Si, 0.0202, 0.0138, -0.0292
Si, 0.1406, -0.0233, -0.1919
Si, -0.0303, 0.0742, -0.1582
Si, 0.0649, -0.0931, -0.153
Si, -0.1244, 0.1812, -0.019
Si, 0.0267, 0.1902, 0.1511
Si, 0.0179, -0.0693, -0.0457
Si, -0.1203, 0.0464, 0.0659
Si, 0.1422, -0.019, 0.1053
Si, 0.1, -0.0038, 0.0279
Si, -0.0512, 0.1122, 0.0531
Si, -0.0971, 0.0218, -0.0961
Si, 0.0217, -0.0536, -0.225
Si, -0.0631, 0.0453, 0.0266
Si, -0.1947, 0.163, -0.0019
Si, 0.0154, -0.1267, -0.1625
Si, -0.0039, 0.0014, -0.1036
Si, -0.1482, 0.0648, 0.1156
Si, 0.0743, -0.0085, -0.0127
Si, 0.0152, 0.0378, 0.001
Si, 0.1496, -0.0117, -0.3193
Si, 0.0686, -0.0181, -0.3724
Si, -0.0249, 0.0722, -0.0589
Si, -0.0275, -0.001, -0.1378
Si, -0.036, 0.0664, 0.0147
Si, 0.0091, -0.154, -0.063
Si, 0.0447, 0.0115, 0.0498
Si, -0.12, -0.1492, -0.1063
Si, 0.0767, -0.0475, -0.1452
Si, -0.0999, -0.0088, 0.0235
Si, -0.0441, 0.0753, 0.1762
Si, 0.0229, 0.136, 0.1322
Si, -0.0422, -0.0377, 0.0255
Si, 0.0125, -0.0765, -0.1957
Si, 0.075, -0.0361, 0.2182
Si, 0.0228, 0.0921, 0.1516
Si, 0.3542, 0.0403, -0.2327
Si, -0.1242, 0.0382, 0.0287
Si, -0.1914, 0.2177, 0.1814
Si, -0.2506, -0.0568, 0.2723
Si, 0.1393, 0.0275, 0.102
Si, 0.0829, -0.2162, -0.1028
Si, 0.022, -0.0848, -0.0716
Si, 0.541, 0.1871, 0.03
Si, 0.0534, -0.0642, 0.2447
Si, -0.3657, -0.3023, 0.081
Si, 0.0041, 0.0887, 0.1579
Si, 0.5053, 0.2553, 0.1631
Si, 0.0676, 0.1616, 0.0053
Si, -0.1635, -0.0682, 0.1557
Si, -0.1065, -0.2968, 0.2021
Si, -0.0001, -0.1194, 0.2363
Si, 0.0004, 0.0295, 0.2399
Si, 0.2432, -0.0656, 0.2715
Si, 0.1168, 0.1246, 0.3369
Si, -0.0013, -0.1105, 0.1987
Si, -0.0692, -0.1614, 0.3141
Si, 0.1036, 0.1791, 0.049
Si, 0.3637, -0.1841, -0.2839
Si, -0.1275, -0.2733, -0.0317
Si, 0.0545, -0.0434, 0.0944
Si, 0.2036, -0.035, 0.2881
Si, 0.2022, 0.3385, -0.0604
Si, -0.0316, -0.0391, 0.3401
Si, 0.0252, -0.0019, 0.186
Si, 0.0123, -0.0797, 0.2343
Si, -0.0903, 0.0374, 0.1315
Si, -0.0806, -0.1018, -0.2158
Si, -0.1349, -0.269, -0.1801
Si, -0.4238, 0.3606, -0.3106
Si, 0.0549, -0.3295, -0.0557
Si, 0.0928, -0.1085, 0.0189
Si, -0.6661, 0.3176, 0.2323
Si, 0.0606, 0.0487, 0.2226
Si, 0.1913, 0.4022, -0.0791
Si, 0.1688, 0.1117, 0.1009
Si, 0.095, -0.0438, 0.3452
Si, -0.166, 0.2089, 0.0372
Si, -0.2421, 0.0856, -0.7304
Si, -0.2261, -0.0248, -0.1992
Si, -0.0279, 0.0036, -0.2369
Si, 0.6799, -0.3809, 0.1436
Si, -0.152, -0.0835, 0.0817
Si, 0.4265, 0.131, 0.0123
Si, 0.1517, 0.0282, 0.1071
Si, 0.1561, 0.066, 0.5182
Si, -0.3932, 0.4796, -0.0071
Si, -0.0187, -0.031, 0.124
Si, 0.0243, -0.0185, -0.2131
Si, -0.2245, -0.0983, -0.2895
Si, -0.1165, 0.0569, -0.2245
Si, -0.0316, -0.0854, -0.1357
Si, -0.0564, -0.287, -0.2479
Si, -0.567, 0.0297, -0.0429
Si, 0.0239, -0.0323, 0.1191
Si, 0.3069, -0.186, 0.4876
Si, -0.1787, 0.3105, -0.049
Si, -0.2517, -0.0685, -0.1272
Si, -0.0633, -0.146, 0.0993
Si, -0.15, 0.0587, 0.035
Si, 0.012, -0.1423, 0.0005
Si, -0.2575, 0.1347, -0.174
Si, -0.0885, 0.0747, 0.0502
Si, -0.1694, -0.188, 0.4875
Si, -0.3138, 0.1551, 0.0378
Si, 0.1465, -0.0101, 0.1163
Si, 0.0216, -0.1938, 0.3482
Si, -0.0173, 0.0598, 0.3561
Si, 0.0273, -0.0202, 0.2896
Si, -0.0793, -0.0946, 0.0082
Si, 0.2114, 0.06, 0.2109
Si, -0.089, -0.0245, 0.2839
Si, -0.1842, -0.1169, 0.3651
Si, 0.1214, -0.2349, 0.6411
Si, 0.0108, -0.2156, 0.1618
Si, 0.0703, 0.039, -0.0861
Si, 0.0203, 0.0088, 0.0157
Si, 0.1417, 0.1694, 0.3002
Si, 0.1223, -0.069, 0.0486
Si, 0.3121, -0.153, -0.1204
Si, -0.0232, 0.0989, -0.052
Si, -0.001, -0.1045, 0.11
Si, -0.0452, 0.0606, -0.0326
Si, -0.0718, -0.1975, 0.4356
Si, 0.2882, -0.1231, 0.2935
Si, -0.0319, -0.196, 0.301
Si, 0.2572, 0.1311, 0.2824
Si, 0.246, -0.2089, 0.496
Si, 0.0439, -0.0503, 0.4447
Si, -0.393, 0.0299, 0.4234
Si, 0.1915, -0.0116, 0.2517
Si, -0.2152, -0.0533, 0.5106
Si, -0.059, 0.0686, -0.1717
Si, 0.0814, 0.2862, 0.1762
Si, 0.1147, -0.0092, 0.1435
Si, -0.0163, 0.0938, 0.2895
Si, 0.0257, -0.152, 0.0507
Si, 0.2269, -0.1454, 0.2707
Si, 0.0391, -0.0413, 0.4655
Si, 0.2454, -0.1592, -0.0794
Si, -0.0204, 0.2405, 0.4282
Si, -0.0115, -0.0104, -0.0204
Si, 0.1204, -0.0828, -0.3028
Si, -0.0801, -0.1833, 0.2526
Si, 0.0006, 0.0677, -0.1596
Si, 0.0338, -0.1405, -0.4581
Si, 0.0471, -0.103, 0.1371
Si, 0.1174, 0.0264, -0.2355
Si, -0.0125, 0.0706, 0.1511
Si, 0.0148, 0.056, -0.0027
Si, 0.0858, 0.0411, 0.0821
Si, -0.0429, -0.0226, 0.5193
Si, -0.1916, 0.2545, 0.2019
Si, 0.0202, -0.0631, 0.3583
Si, -0.0446, -0.0272, 0.1565
Si, -0.007, -0.1346, 0.2126
Si, -0.0554, 0.2007, -0.3327
Si, 0.0476, -0.0588, 0.0848
Si, 0.0513, -0.0297, -0.0803
Si, -0.0026, 0.1335, -0.3708
Si, -0.0173, 0.0672, -0.4325
Si, 0.0182, -0.1042, -0.0632
Si, 0.0258, -0.0347, -0.0194
Si, -0.0074, -0.0057, 0.0695
Si, -0.0373, -0.0319, 0.1631
Si, 0.0227, 0.1173, 0.296
Si, 0.1515, -0.3324, 0.1584
Si, -0.001, -0.1702, -0.5566
Si, -0.008, -0.1361, 0.2376
Si, 0.0844, -0.03, 0.467
Si, -0.1373, 0.0933, 0.0787
Si, -0.0245, -0.0126, -0.1415
Si, 0.0153, -0.0379, -0.1889
Si, -0.0937, 0.0502, -0.2358
Si, -0.0306, -0.2485, 0.1895
Si, 0.2554, -0.0831, -0.3053
Si, -0.1057, -0.0209, -0.2491
Si, 0.1077, -0.1211, -0.491
Si, 0.1581, -0.0145, -0.0345
Si, 0.0692, -0.0758, 0.0246
Si, -0.0553, 0.0756, 0.1064
Si, -0.0403, 0.2452, 0.1696
Si, -0.0127, 0.1771, 0.1463
Si, 0.0596, -0.0424, -0.0026
Si, 0.0224, 0.0537, -0.1905
Si, -0.0447, 0.0381, -0.2013
Si, -0.0383, -0.0789, 0.094
Si, 0.3124, -0.0792, -0.0864
Si, 0.1054, 0.0197, 0.2452
Si, -0.077, -0.2069, -0.4479
Si, 0.1465, 0.0324, -0.3639
Si, -0.0951, -0.0803, 0.1221
Si, -0.057, 0.0249, 0.3942
Si, 0.0119, 0.1069, -0.1977
Si, -0.0511, 0.1147, -0.4273
Si, 0.1293, -0.0266, -0.2534
Si, -0.0925, -0.0503, -0.3181
Si, -0.0822, 0.0599, -0.0532
Si, 0.0583, -0.1216, 0.2244
Si, -0.2473, -0.0005, -0.3396
Si, -0.104, 0.0228, -0.2929
Si, -0.0199, 0.0276, 0.5299
Si, 0.1662, 0.143, -0.308
Si, -0.0236, -0.0139, -0.1591
Si, 0.0287, -0.0066, -0.3243
Si, -0.0867, -0.1714, -0.4478
Si, -0.0091, -0.0518, -0.3484
Si, -0.1697, -0.1275, -0.0772
Si, 0.015, 0.1395, -0.1483
Si, 0.0849, -0.1435, -0.3421
Si, -0.1868, -0.1107, -0.0295
Si, 0.1208, 0.2455, -0.2137
Si, 0.2456, 0.0104, -0.4299
Si, -0.0791, -0.1577, 0.0088
Si, 0.0208, -0.0821, -0.0926
Si, -0.0664, -0.1089, -0.1144
Si, -0.0262, -0.0509, -0.3419
Si, 0.1092, 0.08, -0.1878
Si, 0.0538, -0.1884, -0.4387
Si, -0.0455, 0.0018, -0.2798
Si, 0.203, -0.0577, -0.133
Si, -0.1025, -0.1332, -0.3241
Si, 0.0306, 0.0884, 0.0043
Si, -0.0064, 0.0826, -0.2353
Si, 0.0715, 0.0749, 0.22
Si, -0.0869, -0.0567, 0.489
Si, 0.0103, 0.0325, -0.342
Si, -0.0498, 0.2757, 0.3968
Si, -0.1712, 0.111, -0.4936
Si, 0.0629, -0.2352, -0.2993
Si, 0.133, 0.0824, 0.0094
Si, -0.0623, 0.1019, -0.2993
Si, -0.0225, 0.1505, -0.3602
Si, 0.0919, 0.0299, -0.0751
Si, -0.0624, -0.0982, -0.2679
O, 0.2427, -0.0982, 0.0761
O, 0.2801, -0.1596, 0.2679
O, 0.165, -0.1217, 0.2823
O, -0.2963, 0.009, 0.1403
O, -0.0679, 0.0805, 0.0272
O, 0.1403, -0.3118, 0.691
O, 0.1244, -0.0403, 0.2815
O, -0.0159, 0.2024, 0.1499
O, 0.1642, 0.1583, 0.2148
O, -0.0861, 0.1934, 0.1315
O, -0.101, -0.0363, 0.0857
O, -0.209, 0.045, 0.0056
O, 0.3919, 0.0859, 0.2398
O, -0.08, -0.225, -0.0586
O, -0.2896, 0.2508, 0.59
O, -0.1227, 0.2281, -0.0623
O, 0.0345, -0.0589, -0.0175
O, -0.1987, -0.2136, 0.1848
O, 0.0532, -0.0394, -0.0334
O, -0.1526, 0.0048, -0.0445
O, 0.0875, -0.3368, 0.142
O, 0.1196, 0.0624, 0.2189
O, -0.2146, 0.2933, 0.0219
O, -0.179, -0.1363, 0.4187
O, -0.0513, -0.3989, 0.1644
O, 0.1115, -0.2572, 0.274
O, 0.0493, 0.1829, 0.3535
O, -0.0547, -0.0982, 0.0337
O, -0.2148, 0.2324, 0.3188
O, 0.4175, -0.2852, 0.4593
O, -0.2183, 0.031, 0.1921
O, 0.2259, -0.0147, 0.4316
O, 0.2969, -0.1983, -0.024
O, -0.0196, 0.2315, 0.4453
O, -0.2026, 0.0239, 0.2925
O, -0.0919, 0.1083, 0.1539
O, 0.0798, -0.0013, -0.0528
O, -0.1228, 0.1977, 0.1006
O, 0.0606, 0.3586, 0.1264
O, 0.015, 0.2063, 0.3102
O, -0.1104, 0.417, 0.4556
O, 0.1179, -0.2444, 0.3612
O, 0.0002, -0.3923, 0.0563
O, 0.0446, 0.2157, 0.2883
O, -0.26, 0.0401, 0.2383
O, 0.0317, -0.2284, 0.0342
O, -0.0762, -0.1093, 0.2584
O, 0.1893, -0.1704, 0.5453
O, 0.1369, -0.1474, -0.0263
O, 0.0095, -0.2347, 0.0621
O, 0.2469, 0.244, 0.0472
O, 0.1643, -0.1704, -0.1838
O, -0.0364, 0.0755, 0.1835
O, 0.058, -0.326, 0.3363
O, 0.094, -0.1685, 0.2224
O, -0.2189, -0.1639, 0.3354
O, 0.1657, -0.0899, 0.0233
O, -0.1967, 0.1998, 0.6393
O, -0.2881, 0.0065, 0.0918
O, 0.1184, 0.1303, 0.2178
O, 0.0347, -0.0413, 0.108
O, 0.1793, 0.1846, 0.0842
O, 0.0191, -0.1199, 0.1544
O, -0.1236, -0.0318, 0.188
O, 0.1161, -0.0575, 0.6016
O, 0.0594, -0.0284, 0.2434
O, 0.1127, -0.1413, -0.1777
O, 0.3971, 0.0349, 0.1507
O, 0.075, -0.2642, 0.0926
O, -0.0984, -0.214, 0.2134
O, -0.1886, -0.0961, 0.0536
O, 0.1454, -0.1271, 0.1068
O, 0.1965, -0.4323, -0.0154
O, 0.0142, 0.0094, 0.0265
O, 0.3736, 0.4405, -0.2367
O, -0.1797, -0.0718, -0.0958
O, -0.2578, -0.076, -0.4111
O, -0.1757, -0.2571, -0.3622
O, -0.3262, -0.0524, 0.1865
O, 0.1973, 0.3303, -0.3507
O, -0.2472, 0.0964, -0.3324
O, -0.0428, 0.0572, -0.0807
O, -0.3378, -0.061, 0.1007
O, -0.146, -0.5545, -0.0975
O, 0.1145, 0.4058, -0.1331
O, 0.0453, -0.3858, -0.5011
O, 0.2358, -0.0703, -0.0411
O, 0.1525, 0.0066, 0.14
O, -0.244, 0.0736, -0.322
O, 0.1943, 0.1492, -0.3505
O, 0.1216, -0.1159, 0.0652
O, 0.1278, 0.2612, -0.2586
O, -0.1081, 0.1184, -0.2102
O, 0.0272, -0.1171, 0.1486
O, -0.0373, -0.0125, -0.2688
O, -0.1698, -0.4264, -0.3183
O, -0.5718, -0.3811, -0.4198
O, 0.1802, -0.0796, -0.4155
O, -0.6225, 0.3388, -0.3296
O, -0.0596, 0.1336, 0.0428
O, -0.01, 0.1175, -0.4176
O, -0.1008, -0.1836, 0.0347
O, -0.1595, 0.1518, -0.0355
O, -0.111, 0.0814, 0.232
O, -0.1436, -0.1667, -0.4823
O, 0.293, -0.1899, -0.1373
O, 0.3492, -0.2985, 0.1163
O, 0.1492, -0.1412, -0.1527
O, -0.105, 0.0013, -0.0946
O, -0.1766, -0.2728, -0.1045
O, -0.0754, 0.1524, -0.3358
O, 0.1324, 0.308, -0.0579
O, -0.1542, 0.1946, -0.403
O, -0.0273, 0.1318, 0.0116
O, 0.0794, -0.0447, -0.0962
O, -0.1452, 0.2414, 0.0074
O, -0.0383, -0.4264, -0.212
O, -0.1819, 0.1468, -0.3713
O, 0.051, 0.1583, -0.304
O, -0.3745, 0.1932, 0.0775
O, 0.437, -0.0876, 0.0113
O, -0.2793, -0.0868, -0.2819
O, 0.2866, 0.0295, -0.0487
O, 0.3487, 0.2465, -0.2787
O, -0.2589, 0.1817, -0.8222
O, 0.0635, -0.0115, -0.181
O, -0.1516, 0.1341, -0.4023
O, 0.2138, 0.0423, -0.4619
O, -0.0304, 0.0586, -0.0078
O, -0.2537, 0.0747, -0.1383
O, 0.0575, -0.1559, -0.1221
O, -0.0192, -0.2454, -0.2657
O, 0.0072, 0.0903, -0.0994
O, -0.1564, 0.0115, 0.0194
O, 0.1656, 0.2063, -0.0463
O, 0.1992, -0.1942, 0.1056
O, -0.0559, -0.1065, -0.1062
O, 0.0485, 0.2627, 0.1375
O, -0.3159, 0.0996, -0.0481
O, 0.1551, -0.1207, -0.1985
O, -0.2032, 0.001, -0.3938
O, 0.2002, -0.007, -0.0264
O, 0.0487, 0.0461, -0.3876
O, 0.0986, 0.0796, 0.0458
O, -0.0457, -0.1011, -0.1034
O, -0.1092, 0.1413, 0.0759
O, -0.3103, 0.0714, 0.1688
O, 0.08, 0.2402, -0.4311
O, -0.0421, -0.1305, -0.2402
O, -0.0957, -0.2223, 0.1198
O, 0.1598, -0.0688, -0.2176
O, 0.0815, 0.1732, -0.3784
O, -0.1061, 0.2361, -0.0021
O, 0.195, -0.0718, 0.2995
O, -0.1574, 0.1956, 0.2211
O, 0.0745, 0.1509, 0.1345
O, -0.0583, 0.0109, 0.0871
O, -0.0048, 0.1483, -0.2239
O, -0.2413, -0.0033, -0.1282
O, -0.0649, -0.1922, -0.0181
O, 0.0905, 0.0773, -0.3389
O, 0.1239, -0.0608, 0.6068
O, -0.1891, 0.1312, -0.2042
O, -0.013, 0.0121, -0.1883
O, -0.128, 0.1382, -0.216
O, -0.0593, 0.2301, -0.1509
O, 0.1362, 0.0259, -0.2963
O, -0.0352, -0.0841, -0.0411
O, -0.1201, -0.1855, -0.2572
O, -0.0392, 0.0577, -0.1402
O, -0.1627, -0.0899, -0.1255
O, 0.0739, 0.0737, 0.1523
O, 0.1552, 0.1686, -0.1746
O, 0.1796, 0.2256, -0.2139
O, 0.0052, 0.0524, 0.1419
O, 0.0371, -0.121, 0.0569
O, -0.3445, 0.237, -0.2347
O, 0.0306, 0.1793, -0.128
O, 0.1451, 0.2784, -0.2333
O, 0.0824, -0.1133, -0.2604
O, 0.2332, -0.1654, -0.1532
O, -0.1603, 0.0402, -0.22
O, -0.0492, 0.025, -0.1963
O, -0.2425, 0.0834, -0.3504
O, 0.0572, 0.1029, -0.3172
O, -0.2189, -0.0823, 0.0196
O, -0.1236, 0.0171, -0.0441
O, -0.0041, 0.2552, 0.361
O, 0, -0.187, -0.5433
O, 0.0465, 0.1347, 0.2292
O, 0.2788, -0.081, 0.3721
O, 0.2244, -0.0165, -0.183
O, -0.0012, -0.0037, 0.0158
O, 0.015, -0.0269, -0.4005
O, 0.0606, -0.0996, -0.1276
O, 0.2904, 0.0146, -0.1533
O, 0.1588, -0.2801, -0.2346
O, -0.07, 0.2273, -0.1375
O, -0.1145, 0.1864, -0.1428
O, 0.0335, -0.1376, -0.1777
O, -0.1195, 0.0131, 0.2092
O, 0.0871, -0.042, 0.1866
O, -0.1556, -0.1663, -0.0707
O, -0.0892, 0.0772, -0.1445
O, -0.1865, 0.2425, 0.168
O, -0.0729, 0.1098, 0.327
O, 0.1388, -0.045, 0.2716
O, 0.1593, -0.0046, -0.2796
O, 0.0519, -0.061, -0.2836
O, 0.0867, 0.312, 0.0071
O, 0.1332, -0.0329, 0.0576
O, -0.093, 0.0511, -0.1962
O, 0.0517, -0.0077, 0.0561
O, -0.1375, 0.1377, 0.0785
O, 0.1995, -0.3332, 0.0378
O, 0.0926, 0.103, 0.118
O, 0.0381, -0.1577, 0.1924
O, -0.2248, 0.1853, 0.0241
O, 0.1908, 0.1231, -0.008
O, -0.0213, -0.1966, -0.1086
O, -0.1064, -0.1946, -0.1155
O, -0.158, 0.1564, -0.3001
O, 0.1576, 0.2025, 0.1112
O, -0.0206, 0.0835, -0.1341
O, -0.0859, -0.1092, 0.099
O, 0.2231, 0.2084, -0.1961
O, 0.0898, -0.0998, 0.143
O, -0.1525, -0.2842, -0.1677
O, -0.0665, -0.1204, 0.108
O, -0.1367, -0.1764, -0.2803
O, 0.0922, 0.0276, 0.0357
O, 0.2674, -0.1811, 0.2105
O, 0.0078, 0.0369, -0.2597
O, 0.213, 0.1836, 0.203
O, -0.0496, -0.2163, -0.3364
O, 0.1144, 0.1815, -0.0611
O, 0.1139, -0.0165, -0.1504
O, -0.0314, 0.1625, -0.3175
O, -0.0103, -0.2396, -0.0195
O, -0.3133, -0.0351, -0.0128
O, -0.1745, -0.166, -0.023
O, 0.0841, -0.0065, -0.0814
O, 0.0826, -0.2365, -0.0183
O, 0.2198, 0.0743, -0.0418
O, -0.1355, -0.0968, 0.1912
O, 0.0974, -0.2105, -0.2383
O, 0.1857, -0.2687, -0.2416
O, -0.0212, -0.244, 0.0989
O, 0.2123, 0.1095, 0.3453
O, 0.0866, 0.1575, 0.0284
O, -0.0515, -0.0083, -0.0627
O, 0.0811, -0.1935, 0.2556
O, -0.0759, -0.1411, 0.0622
O, 0.1313, -0.2147, 0.0296
O, 0.1069, -0.2784, -0.351
O, -0.2139, 0.251, -0.0854
O, 0.1145, 0.3695, 0.3032
O, 0.2192, 0.2386, 0.2771
O, 0.0333, -0.283, -0.153
O, 0.0813, -0.0299, -0.4265
O, -0.169, -0.0489, 0.3634
O, 0.1523, -0.0613, 0.1625
O, -0.0849, 0.1505, -0.1443
O, -0.1972, -0.0821, -0.0764
O, 0.1525, 0.2556, -0.1333
O, -0.1693, 0.0159, -0.1269
O, -0.3624, 0.1936, 0.0484
O, -0.0142, -0.1494, -0.0779
O, 0.2414, -0.1324, 0.1491
O, 0.0435, 0.1754, -0.0187
O, -0.2039, -0.0109, -0.3355
O, 0.1344, -0.1735, -0.3632
O, 0.1401, 0.1954, -0.0998
O, 0.1666, 0.0912, 0.2121
O, 0.2093, 0.2449, 0.348
O, 0.1655, -0.1352, -0.0274
O, -0.1912, -0.106, 0.2694
O, -0.3349, -0.0304, -0.0772
O, -0.1196, 0.2197, 0.3078
O, -0.1726, 0.0363, 0.4931
O, -0.0061, 0.2144, 0.1854
O, -0.2203, -0.1185, 0.3111
O, -0.0366, 0.1868, -0.0171
O, 0.0675, 0.3255, 0.4093
O, 0.1232, -0.0818, -0.1202
O, -0.0812, 0.1601, 0.0557
O, -0.3286, 0.17, 0.0246
O, -0.1443, -0.2048, 0.0831
O, -0.0987, 0.1409, -0.158
O, 0.2264, -0.1338, 0.2148
O, -0.0745, -0.3578, 0.1267
O, 0.1036, 0.0829, -0.0761
O, 0.0387, -0.1192, 0.1008
O, -0.0543, -0.0835, 0.086
O, 0.0784, -0.1291, 0.1239
O, -0.0594, -0.0715, -0.2174
O, 0.1369, 0.1378, 0.1594
O, 0.1157, 0.4012, 0.0186
O, 0.1052, -0.0499, 0.2344
O, 0.0428, 0.1289, 0.1282
O, 0.2268, -0.1285, 0.0854
O, 0.0009, 0.1072, 0.141
O, 0.2903, -0.3431, 0.4931
O, -0.0882, -0.0701, -0.0922
O, -0.0772, 0.1573, -0.2217
O, 0.0992, -0.074, 0.231
O, 0.0704, 0.0411, -0.2449
O, 0.0507, 0.0144, -0.0266
O, -0.1203, -0.022, 0.4571
O, 0.1794, 0.1653, 0.2456
O, 0.0246, 0.4094, 0.0201
O, 0.0288, 0.0861, -0.0941
O, 0.0639, 0.0883, -0.1628
O, 0.1587, 0.1298, 0.4499
O, -0.1342, -0.151, 0.2127
O, -0.0179, -0.1919, 0.1666
O, -0.1996, 0.2128, 0.157
O, -0.0776, 0.0509, 0.2177
O, -0.0662, 0.0631, 0.3413
O, -0.0447, 0.2605, -0.1272
O, -0.0444, -0.1409, 0.1074
O, -0.2353, 0.0623, 0.2275
O, 0.0814, 0.2552, 0.4327
O, -0.1176, 0.1441, -0.185
O, -0.0741, 0.0898, 0.0433
O, 0.1488, 0.163, 0.2305
O, 0.0654, 0.3677, 0.222
O, 0.2334, 0.2219, -0.0259
O, -0.028, -0.1671, 0.2744
O, 0.0954, -0.1976, 0.0905
O, 0.2014, -0.0779, -0.2008
O, -0.0837, 0.1194, 0.1482
Si, 0.0214, -0.0344, 0.0166
Si, -0.0109, -0.0462, 0.0162
Si, -0.0153, -0.0547, 0.007
Si, 0.0824, 0.0113, -0.0359
Si, -0.0435, -0.0085, -0.0553
Si, -0.0016, 0.0633, -0.071
Si, 0.0546, -0.0278, -0.0428
Si, 0.0251, -0.0474, -0.0254
Si, -0.0181, -0.0141, -0.0272
Si, -0.005, 0.0146, -0.0432
Si, -0.0149, 0.0093, -0.1604
Si, -0.0397, -0.0169, 0.0003
Si, -0.041, 0.0217, 0.0007
Si, 0.0239, -0.0283, -0.0347
Si, -0.0193, -0.0544, -0.0222
Si, 0.0385, 0.0181, -0.0108
Si, -0.0116, 0.0066, -0.0209
Si, 0.0325, -0.0033, 0.0109
Si, -0.0446, 0.0291, -0.0065
Si, -0.0569, 0.0271, -0.02
Si, 0.0316, 0.0009, 0.0471
Si, 0.1005, 0.0191, -0.0298
Si, 0.0351, -0.0129, 0.0076
Si, -0.0068, 0.0073, -0.0573
Si, 0.0246, 0.0663, -0.1074
Si, -0.0519, -0.0185, -0.0441
Si, 0.0156, 0.0448, -0.0397
Si, 0.0088, 0.0291, -0.0352
Si, 0.0024, -0.0383, 0.0156
Si, 0.0941, 0.0507, -0.0195
Si, -0.027, 0.0115, -0.0343
Si, 0.0311, 0.0205, -0.0161
Si, -0.0069, 0.0011, -0.0063
Si, 0.0305, 0.0602, 0.0079
Si, -0.025, -0.0383, -0.053
Si, 0.071, 0.0079, -0.0973
Si, 0.0121, 0.0334, 0.0072
Si, -0.0371, 0.0427, 0.0191
Si, 0.0048, -0.0117, -0.0176
Si, -0.0066, -0.0241, 0.002
Si, -0.0018, -0.0305, -0.0125
Si, 0.0473, -0.0114, -0.0172
Si, 0.0044, 0.0251, 0.0287
Si, 0.012, 0.0041, -0.0158
Si, 0.0132, -0.0191, -0.0154
Si, -0.0019, 0.0072, -0.0075
Si, 0.036, 0.0432, -0.003
Si, 0.024, 0.0182, -0.0313
Si, 0.0072, -0.0052, 0.0352
Si, -0.0278, -0.0289, -0.0126
Si, -0.016, 0.0072, 0.0088
Si, -0.0196, -0.0076, 0.0499
Si, -0.0893, 0.0622, -0.0234
Si, -0.026, 0.0079, -0.0456
Si, 0.0132, 0.0036, -0.0113
Si, 0.0101, -0.0028, -0.0074
Si, -0.0855, 0.0382, -0.0189
Si, -0.0334, -0.017, -0.0047
Si, -0.0635, 0.0372, -0.0143
Si, 0.0251, -0.0539, -0.0347
Si, 0.0184, 0.0219, -0.018
Si, -0.0189, 0.0572, -0.0122
Si, 0.0149, -0.0444, -0.0225
Si, -0.014, -0.0107, -0.0177
Si, -0.0306, -0.0103, 0.01
Si, -0.0359, -0.0339, 0.02
Si, -0.0054, -0.0103, -0.0381
Si, -0.073, 0.076, -0.02
Si, -0.0129, -0.0322, -0.0202
Si, -0.0238, -0.045, -0.0084
Si, -0.001, -0.0007, 0.0088
Si, -0.0193, 0.0447, 0.0465
Si, 0.0433, 0.0036, -0.0025
Si, -0.0419, -0.0357, 0.0016
Si, -0.0073, -0.0197, 0.0023
Si, 0.0539, -0.0023, -0.0037
Si, 0.0193, 0.0433, -0.0045
Si, 0.0463, 0.0064, 0.0068
Si, 0.0337, -0.0111, -0.0017
Si, -0.0042, 0.007, -0.0067
Si, 0.0138, -0.0147, -0.0007
Si, 0.0476, 0.0357, 0.0058
Si, -0.0248, -0.0203, -0.0184
Si, 0.0118, -0.0281, 0.0053
Si, -0.0126, -0.0393, 0.0027
Si, -0.0095, 0.0487, 0.0034
Si, -0.0003, -0.0148, -0.0103
Si, 0.0056, 0.0102, -0.0056
Si, 0.0251, -0.0148, 0.0187
Si, 0.0403, -0.0184, -0.0011
Si, -0.0118, -0.0202, 0.0056
Si, 0.0105, 0.0021, 0.0188
Si, 0.0161, -0.0319, 0.005
Si, 0.0282, -0.008, 0.0031
Si, 0.0213, -0.0128, 0.0179
Si, 0.0163, -0.0254, -0.0073
Si, -0.0153, -0.0073, 0.006
Si, 0.0192, -0.0013, 0.0091
Si, -0.0251, 0.0173, 0.0006
Si, -0.0109, -0.0207, 0.0158
Si, 0.0082, 0.0006, -0.0011
Si, 0.0293, 0.0346, -0.0047
Si, -0.0051, 0.0084, 0.0127
Si, 0.0071, -0.0004, 0
Si, 0.0076, 0.0198, 0.0041
Si, 0.0346, -0.0202, 0.0142
Si, 0.0062, 0.0228, 0.0049
Si, 0.0175, -0.0008, -0.0127
Si, -0.0172, 0.0101, 0.0036
Si, 0.0097, 0.0348, 0.0188
Si, -0.0041, -0.0047, -0.0107
Si, -0.0185, 0.0093, 0.0164
Si, -0.0013, -0.0116, -0.0042
Si, -0.0208, 0.0195, -0.004
Si, -0.0302, 0.0062, -0.0076
Si, 0.0129, 0.0032, -0.0012
Si, 0.0118, -0.0112, 0.0029
Si, -0.0052, -0.0066, 0.0082
Si, 0.029, 0.0224, 0.0085
Si, 0.0024, 0.0154, 0.0001
Si, 0.0053, -0.0088, 0.0141
Si, 0.0129, -0.0118, 0.0133
Si, -0.0199, 0.0082, 0.0001
Si, -0.0016, -0.011, 0.0245
Si, -0.009, -0.0082, -0.0082
Si, -0.0369, 0.0168, 0.0032
Si, -0.0198, 0.0115, -0.0024
Si, -0.0196, 0.0028, 0.0015
Si, -0.0232, 0.0178, 0.0007
Si, -0.0234, -0.0029, 0.0016
Si, -0.0153, 0.0034, -0.0018
Si, -0.0142, 0.001, -0.0035
Si, 0.0005, 0.016, -0.0022
Si, -0.0215, 0.0163, 0.0078
Si, -0.0237, -0.0092, -0.0012
Si, 0.0026, -0.0064, -0.003
Si, -0.0312, 0.0089, -0.0072
Si, -0.0086, -0.036, -0.0035
Si, -0.0257, 0.0064, -0.0114
Si, -0.0291, 0.008, -0.0067
Si, -0.009, -0.0352, 0.0002
Si, -0.0358, -0.0015, 0.0015
Si, -0.0106, 0.0063, 0.0045
Si, -0.0023, 0.0094, 0.0062
Si, 0.0002, -0.008, -0.0034
Si, 0.0014, -0.017, 0.0019
Si, 0.0122, 0.0021, 0.0084
Si, 0.0273, -0.0054, 0.0036
Si, 0.0124, 0.0132, -0.0023
Si, 0.0305, 0.0001, 0.0061
Si, 0.0156, 0.0064, 0.0025
Si, 0.0158, -0.0108, -0.002
Si, 0.0315, 0.0036, 0.0015
Si, 0.0116, -0.0068, 0.0021
Si, -0.0042, -0.0212, -0.008
Si, -0.0002, -0.0095, -0.0003
Si, 0.0091, 0.0046, 0.002
Si, -0.018, -0.0129, -0.0016
Si, 0.0143, 0.0018, -0.0023
Si, 0.025, 0.0081, 0.0009
Si, 0.0169, -0.0106, 0.0041
Si, 0.024, 0.0037, 0.0068
Si, 0.0247, 0.009, 0.0024
Si, 0.0308, -0.001, 0.001
Si, 0.0156, -0.0053, 0.0043
Si, 0.014, -0.0033, 0.0024
Si, 0.0015, -0.0237, 0.0057
Si, 0.0056, -0.0071, -0.0008
Si, 0.0054, 0.0124, -0.0003
Si, 0.007, -0.0025, 0.003
Si, -0.0238, -0.0147, 0.004
Si, 0.008, 0.0037, -0.005
Si, 0.0048, -0.0039, -0.0006
Si, 0.0092, 0.0149, -0.0067
Si, 0.0071, -0.0071, 0.0011
Si, 0.0268, 0.0058, 0.0049
Si, 0.0062, -0.0194, 0.0064
Si, 0.0136, -0.006, -0.0005
Si, 0.0028, 0.0027, -0.0049
Si, 0.0062, 0.0026, -0.002
Si, 0.0049, 0.0173, 0.0047
Si, 0.0061, -0.0018, 0.0062
Si, -0.0078, 0.0029, 0.0035
Si, -0.0121, 0.0084, 0.0019
Si, -0.0131, 0.0047, -0.0026
Si, -0.0172, -0.0004, -0.0015
Si, -0.0157, 0.0042, -0.0081
Si, -0.0075, 0.0043, -0.0043
Si, -0.006, -0.0041, 0.0001
Si, 0.0058, -0.0032, -0.0024
Si, 0.0055, 0.0021, 0.0006
Si, 0.006, 0.0076, 0.0022
Si, -0.0018, 0.0148, 0.0098
Si, 0.0081, 0.0097, 0.0085
Si, -0.0147, 0.0038, 0.0033
Si, -0.0167, 0.0038, 0.0046
Si, -0.0126, 0.0076, -0.0044
Si, -0.0202, 0.0011, -0.0038
Si, -0.0261, 0.0008, -0.0008
Si, -0.0318, 0.0088, -0.0016
Si, -0.005, -0.01, -0.0061
Si, -0.0089, -0.0077, -0.0031
Si, 0.0024, 0.0094, -0.0043
Si, -0.0087, 0.0101, 0.0014
Si, -0.0094, -0.0065, 0.0035
Si, -0.0081, 0.0089, 0.005
Si, -0.0112, 0.0095, 0.0029
Si, -0.0141, -0.0055, 0.0026
Si, -0.0154, 0.0065, -0.0045
Si, -0.0196, 0.0002, -0.0093
Si, -0.0332, 0.0009, -0.0086
Si, -0.0272, -0.0116, -0.0057
Si, -0.0221, 0.0022, -0.0055
Si, -0.0075, 0, 0.0026
Si, -0.0077, -0.0033, -0.0019
Si, -0.0084, 0.0075, 0.0013
Si, -0.0031, -0.0097, 0.002
Si, 0.0034, -0.0069, -0.0022
Si, 0.0071, 0.0021, 0.0025
Si, 0.0064, 0.0088, 0.0024
Si, 0.0181, -0.0005, -0.0012
Si, 0.0239, 0.0052, 0.0077
Si, 0.0195, -0.0007, 0.0052
Si, 0.0341, 0.0052, 0.0001
Si, 0.0055, -0.0063, 0.0008
Si, 0.012, -0.0067, 0.0011
Si, 0.0022, -0.0013, -0.0045
Si, 0.0045, -0.0148, -0.0014
Si, 0.0089, -0.0099, 0.0004
Si, 0.0031, -0.0053, -0.003
Si, 0.0239, 0.0009, 0.0042
Si, 0.0077, -0.0102, 0.003
Si, 0.0309, -0.0035, 0.0026
Si, 0.019, 0.0028, 0.0047
Si, 0.0286, -0.0062, 0.0031
Si, 0.032, -0.0004, -0.0007
Si, 0.0078, 0.0022, 0.0008
Si, 0.018, -0.011, -0.0032
Si, -0.0003, -0.0102, -0.0028
Si, -0.0055, 0.0023, -0.0014
Si, 0.005, -0.0077, -0.0018
Si, -0.0009, 0.0017, 0.0003
Si, 0.0057, -0.0063, -0.0019
Si, 0.0032, -0.0045, 0.0005
Si, -0.0008, 0.0115, -0.0008
Si, 0.0082, -0.0017, -0.0006
Si, 0.0211, -0.0016, 0.0018
Si, 0.0114, 0.0042, 0.0046
Si, 0.0079, -0.0128, -0.0021
Si, 0.0154, -0.0024, 0.0015
Si, -0.0043, -0.0056, -0.0011
Si, 0.0056, -0.0142, -0.005
Si, -0.0057, -0.0047, 0.0047
Si, 0.0131, 0.0196, 0.0043
Si, -0.0136, 0.004, 0.0043
Si, -0.0044, -0.0024, 0.0077
Si, -0.0295, -0.0066, -0.0089
Si, -0.0108, 0.0158, -0.0014
Si, 0.0009, -0.0022, -0.0094
Si, -0.0316, -0.0111, -0.0013
Si, 0.0044, 0.0021, 0.0054
Si, 0.002, -0.0112, -0.0028
Si, 0.0049, 0.0026, 0.0014
Si, 0.0123, 0.0063, -0.0037
Si, -0.0033, 0.007, 0.0058
Si, -0.0106, -0.0039, 0.0058
Si, -0.0233, 0.0021, -0.0021
Si, 0.0009, 0.0214, 0.0012
Si, -0.0254, 0.0053, -0.0076
Si, -0.0053, 0.0141, -0.011
Si, -0.0033, 0.012, -0.0082
Si, -0.0347, -0.0094, -0.0082
Si, 0.0032, -0.0163, -0.0059
Si, -0.0256, -0.0023, -0.0052
Si, 0.0064, 0.0003, 0.0013
Si, 0.0077, -0.0041, 0
Si, -0.0261, 0.0067, 0.0016
Si, -0.0063, -0.0027, -0.0018
Si, -0.0129, 0.0106, -0.0029
Si, -0.0112, 0.0147, 0.0076
Si, -0.0231, -0.002, -0.0055
Si, -0.0226, 0.0265, -0.0051
Si, -0.0348, -0.0128, -0.0054
Si, -0.0165, 0.0044, -0.0084
Si, -0.0202, 0.0066, -0.005
Si, -0.0212, -0.0068, 0.0026
Si, 0.0015, 0.0153, -0.0018
Si, -0.0114, 0.0001, 0.0033
